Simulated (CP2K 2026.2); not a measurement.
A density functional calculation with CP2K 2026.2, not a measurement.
Periodic cell of 3024 atoms, Si2160O864, from a study of silicon, its oxide and their interface. The atomic structure is a simulated model.
Doubt: the forces sum to 10.03 eV/angstrom along one axis rather than to zero, so they err by at least 0.0033 eV/angstrom per atom on average; the grid cutoff is modest.

Settings
functional: PBE
method: Gaussian and plane waves
basis set: DZVP-MOLOPT-SR-GTH
pseudopotentials: GTH-PBE
grid cutoff: 300 Ry, relative cutoff 40 Ry
k points: Gamma only
occupations: fixed
spin: none
net charge: 0

Cell vectors (angstrom)
a 97.92 0 0
b 0 16.32 0
c -2.006 -0.5525 33.7295

Atoms: element, x, y, z (angstrom)
Si 1.282 -0.97 0.103
Si 4.249 1.759 0.229
Si 1.832 3.724 0.318
Si 3.987 7.077 0.233
Si 1.786 -6.99 0.236
Si 4.392 -4.09 0.205
Si 7.103 -1.466 0.414
Si 9.212 1.689 0.752
Si 7.243 4.079 0.496
Si 9.879 6.492 0.311
Si 6.628 10.002 0.139
Si -7.143 -3.762 -0.08
Si -3.769 -1.449 0.101
Si -0.963 1.211 0.15
Si -4.188 4.332 0.052
Si -1.331 6.97 0.253
Si -3.666 -7.227 -0.112
Si -1.637 -3.782 -0.073
Si 2.929 0.114 1.426
Si 5.588 2.92 1.711
Si 2.836 5.486 1.521
Si 5.572 8.299 1.462
Si 2.865 -5.349 1.5
Si 5.523 -2.645 1.643
Si 8.08 0.067 1.901
Si -5.324 2.742 1.38
Si 8.373 5.55 1.821
Si -5.327 8.13 1.278
Si 8.16 -5.364 1.638
Si -5.437 -2.693 1.245
Si -2.578 0.058 1.433
Si 0.195 2.659 1.598
Si -2.62 5.429 1.445
Si 0.161 8.22 1.52
Si -2.703 -5.445 1.219
Si 0.077 -2.681 1.252
Si 1.546 1.336 2.934
Si 4.167 4.227 2.993
Si 1.445 6.813 2.881
Si 4.198 9.601 2.894
Si 1.397 -4 2.734
Si 4.13 -1.271 2.9
Si 6.743 1.459 3.149
Si 9.631 4.144 3.183
Si 6.876 6.948 2.927
Si 9.581 -6.78 2.876
Si 6.838 -4.021 3.027
Si -6.696 -1.359 2.752
Si -3.972 1.404 2.756
Si -1.249 4.08 2.805
Si -4.003 6.827 2.761
Si -1.296 -6.694 2.716
Si -4.084 -4.093 2.614
Si -1.245 -1.366 2.75
Si 0.095 -0.029 4.19
Si 2.808 2.788 4.288
Si 0.052 5.469 4.199
Si 2.807 8.21 4.212
Si 0.046 -5.36 4.117
Si 2.737 -2.67 4.18
Si 5.401 0.046 4.392
Si 8.199 2.775 4.439
Si 5.533 5.574 4.315
Si 8.232 -8.074 4.314
Si 5.489 -5.394 4.338
Si 8.22 -2.675 4.366
Si -5.354 0.028 4.096
Si -2.64 2.746 4.149
Si -5.397 5.471 4.098
Si -2.651 8.229 4.083
Si -5.46 -5.432 3.967
Si -2.69 -2.73 4.031
Si 1.351 -1.31 16.382
Si 4.098 1.41 16.435
Si 1.347 4.134 16.336
Si 4.091 6.909 16.396
Si 1.31 -6.748 16.395
Si 4.075 -4.01 16.45
Si 6.821 -1.289 16.547
Si -6.841 1.403 16.333
Si 6.855 4.156 16.476
Si -6.877 6.798 16.317
Si 6.835 -6.707 16.523
Si -6.853 -4.079 16.328
Si -4.151 -1.343 16.317
Si -1.396 1.402 16.268
Si -4.143 4.133 16.32
Si -1.438 6.847 16.351
Si -4.138 9.549 16.348
Si -1.413 -4.064 16.344
Si 2.721 0.039 17.764
Si 5.47 2.794 17.766
Si 2.68 5.552 17.657
Si 5.47 8.214 17.808
Si 2.706 -5.408 17.742
Si 5.399 -2.64 17.854
Si 8.223 0.033 17.937
Si -5.522 2.81 17.687
Si 8.195 5.469 17.922
Si -5.527 8.157 17.648
Si 8.131 -5.31 17.942
Si -5.492 -2.736 17.68
Si -2.798 0.081 17.591
Si -0.015 2.722 17.619
Si -2.802 5.479 17.699
Si -0.112 -8.095 17.712
Si -2.786 -5.404 17.718
Si -0.036 -2.703 17.665
Si 1.342 1.427 19.032
Si 4.076 4.236 18.98
Si 1.262 6.853 19.004
Si 4.087 -6.745 19.113
Si 1.319 -4.054 19.051
Si 4.042 -1.282 19.212
Si 6.857 1.486 19.168
Si -6.855 4.128 19.139
Si 6.801 6.853 19.209
Si -6.882 9.472 19.032
Si 6.697 -3.951 19.301
Si 9.503 -1.352 19.417
Si -4.139 1.441 18.964
Si -1.384 4.057 18.931
Si -4.229 6.812 19.056
Si -1.486 -6.773 19.11
Si -4.154 -4.069 19.086
Si -1.45 -1.296 18.888
Si -0.064 0.002 20.244
Si 2.683 2.913 20.27
Si -0.072 5.408 20.29
Si 2.676 8.168 20.326
Si -0.066 -5.415 20.399
Si 2.632 -2.697 20.492
Si 5.439 0.17 20.467
Si 8.143 2.78 20.712
Si 5.377 5.491 20.496
Si 8.187 8.246 20.495
Si 5.319 -5.366 20.604
Si 7.968 -2.601 20.794
Si -5.451 0.035 20.29
Si -2.745 2.762 20.31
Si -5.544 5.495 20.546
Si -2.918 -8.137 20.427
Si -5.519 -5.511 20.383
Si -2.797 -2.585 20.31
Si 0.958 -1.555 21.651
Si 4.251 1.832 21.57
Si 1.507 4.36 21.682
Si 3.705 6.59 21.715
Si 1.53 -6.629 21.629
Si 3.626 -4.299 21.912
Si 6.809 -0.872 22.055
Si -6.945 1.125 21.689
Si 6.467 3.962 21.913
Si -6.713 7.027 21.991
Si 6.907 -6.615 21.794
Si 9.005 -4.282 22.088
Si -3.849 -0.956 21.664
Si -1.563 1.176 21.547
Si -3.863 4.299 21.668
Si -1.715 6.504 21.492
Si -4.499 -7.056 21.85
Si -1.224 -3.738 21.54
Si -1.154 7.753 26.26
Si 8.252 3.699 -5.54
Si -2.254 3.072 -2.098
Si 7.263 7.383 25.945
Si 2.385 0.339 23.691
Si -4.264 -1.636 24.657
Si -8.071 5.017 23.909
Si -1.426 -3.841 -5.712
Si -1.397 -4.884 -3.091
Si 8.532 6.516 -5.264
Si -7.896 0.061 -6.507
Si 0.765 -2.548 26.043
Si 3.612 -6.424 26.022
Si -0.328 -7.945 23.534
Si -3.018 2.204 -5.033
Si -2.494 -5.625 23.645
Si 3.566 -3.496 24.985
Si -6.575 -3.513 24.444
Si 5.989 5.229 -4.659
Si 0.249 2.441 23.835
Si -5.626 -0.301 -2.015
Si 7.538 -5.833 -5.304
Si 2.667 -2.707 -2.041
Si -9.673 2.59 -7.115
Si 1.772 0.515 -6.488
Si 3.427 -7.519 -6.474
Si -4.229 3.092 26.325
Si -7.706 6.794 -2.762
Si -0.463 5.591 -6.496
Si 1.366 -5.432 -2.451
Si -1.337 7.548 -4.474
Si 4.964 -1.013 24.694
Si 5.127 -8.084 23.976
Si 8.108 0.89 -6.605
Si 3.238 -1.462 -4.934
Si -3.813 -4.841 -7.128
Si -9.36 -2.074 24.752
Si 6.119 -0.502 -4.628
Si -6.252 -4.574 -5.226
Si -5.713 2.968 23.725
Si -3.507 -7.237 -3.177
Si -1.539 -6.611 -6.702
Si 6.345 0.521 -1.836
Si -8.528 -2.817 -5.326
Si -7.899 7.884 -7.005
Si 3.313 5.949 -6.09
Si 1.5 6.968 -3.765
Si 6.038 5.973 -1.802
Si -6.821 -3.088 -2.905
Si -1.254 0.966 -7.009
Si -2.072 -3.526 25.645
Si 1.711 3.604 -7.052
Si 3.601 -7.211 -3.464
Si 0.041 5.082 -1.86
Si 1.405 -1.35 5.597
Si 4.089 1.434 5.714
Si 1.398 4.131 5.593
Si 4.136 6.894 5.644
Si 1.399 9.588 5.507
Si 4.089 -4.013 5.6
Si 6.832 -1.308 5.687
Si 9.56 1.399 5.762
Si 6.841 4.183 5.713
Si -6.769 6.857 5.414
Si 6.866 -6.734 5.683
Si 9.559 -4.061 5.7
Si -4.014 -1.353 5.437
Si -1.291 1.37 5.503
Si -4.034 4.116 5.47
Si -1.325 6.865 5.494
Si -4.078 -6.753 5.393
Si -1.343 -4.036 5.47
Si 2.72 0.034 6.992
Si 5.479 2.792 7.039
Si 2.76 5.499 6.954
Si 5.492 -8.094 7.022
Si 2.732 -5.392 6.93
Si 5.457 -2.68 6.999
Si 8.185 0.033 7.075
Si -5.407 2.75 6.815
Si -8.123 5.504 6.803
Si 10.909 -8.098 7.092
Si 8.203 -5.394 7.066
Si 10.905 -2.709 7.083
Si -2.681 0.012 6.838
Si 0.027 2.745 6.906
Si -2.694 5.49 6.839
Si 0.036 8.217 6.864
Si -2.722 -5.406 6.799
Si 0.002 -2.705 6.895
Si 1.361 1.407 8.313
Si 4.1 4.152 8.356
Si 1.379 6.868 8.27
Si 4.101 -6.727 8.326
Si 1.363 -4.043 8.277
Si 4.105 -1.308 8.343
Si 6.835 1.424 8.398
Si -6.779 4.119 8.16
Si 6.827 6.87 8.413
Si 9.554 -6.743 8.441
Si 6.82 -4.025 8.38
Si 9.549 -1.331 8.423
Si -4.058 1.383 8.181
Si -1.348 4.127 8.223
Si -4.073 6.848 8.175
Si -1.358 -6.749 8.192
Si -4.081 -4.047 8.162
Si -1.347 -1.327 8.239
Si -0.005 0.03 9.63
Si 2.734 2.766 9.673
Si 0.009 5.486 9.598
Si 2.737 -8.108 9.656
Si -0.009 -5.411 9.598
Si 2.727 -2.684 9.654
Si 5.465 0.046 9.716
Si -8.152 2.754 9.513
Si 5.462 5.495 9.735
Si 8.193 -8.108 9.779
Si 5.46 -5.391 9.715
Si 8.183 -2.685 9.761
Si -5.436 0.022 9.525
Si -2.719 2.754 9.561
Si -5.436 5.481 9.529
Si -2.718 -8.115 9.544
Si -5.446 -5.403 9.521
Si -2.733 -2.694 9.557
Si 1.366 -1.318 10.994
Si 4.102 1.417 11.044
Si 1.362 4.14 10.992
Si 4.092 -9.45 11.054
Si 1.357 -6.747 10.984
Si 4.092 -4.019 11.039
Si 6.827 -1.305 11.09
Si -6.809 1.384 10.878
Si -9.526 4.109 10.875
Si 9.56 -9.47 11.135
Si 6.823 -6.733 11.101
Si 9.55 -4.031 11.136
Si -4.094 -1.329 10.911
Si -1.373 1.406 10.952
Si -4.094 4.118 10.903
Si -1.37 6.85 10.926
Si -4.092 -6.76 10.892
Si -1.376 -4.044 10.934
Si 2.735 0.037 12.362
Si 5.473 2.764 12.419
Si 2.723 5.488 12.373
Si 5.457 -8.101 12.431
Si 2.718 -5.388 12.358
Si 5.461 -2.676 12.417
Si 8.195 0.044 12.461
Si -5.466 2.749 12.245
Si -8.18 5.472 12.24
Si 10.917 -8.119 12.507
Si 8.192 -5.394 12.482
Si 10.911 -2.678 12.503
Si -2.742 0.032 12.283
Si -0.011 2.766 12.317
Si -2.746 5.489 12.264
Si -0.014 8.198 12.307
Si -2.746 -5.407 12.274
Si -0.014 -2.693 12.309
Si 1.361 1.41 13.676
Si 4.106 4.141 13.738
Si 1.342 6.857 13.691
Si 4.083 -6.718 13.744
Si 1.346 -4.03 13.693
Si 4.101 -1.304 13.746
Si 6.838 1.415 13.8
Si -6.839 4.101 13.601
Si 6.839 -9.441 13.801
Si 9.563 -6.744 13.857
Si 6.825 -4.014 13.806
Si 9.55 -1.302 13.846
Si -4.118 1.394 13.617
Si -1.392 4.14 13.634
Si -4.123 6.843 13.612
Si -1.39 9.556 13.64
Si -4.116 -4.051 13.622
Si -1.384 -1.333 13.642
Si -0.008 0.023 14.987
Si 2.734 2.756 15.046
Si -0.045 5.492 15.012
Si 2.697 8.232 15.047
Si -0.034 -5.408 15.006
Si 2.72 -2.676 15.058
Si 5.473 0.04 15.127
Si 8.215 2.751 15.18
Si 5.469 5.502 15.11
Si 8.201 -8.103 15.203
Si 5.456 -5.381 15.134
Si 8.178 -2.656 15.191
Si -5.491 0.037 14.968
Si -2.771 2.779 14.961
Si -5.495 5.474 14.951
Si -2.774 8.203 14.979
Si -5.48 -5.418 14.971
Si -2.761 -2.693 14.985
Si 17.356 -1.075 0.428
Si 20.065 1.517 0.172
Si 17.971 3.843 0.296
Si 20.101 7.084 0.295
Si 17.705 -7.212 0.365
Si 20.391 -4.232 0.067
Si 23.217 -1.539 0.106
Si 25.275 1.416 -0.076
Si 23.337 3.964 -0.087
Si 26.133 6.499 -0.003
Si 22.475 9.704 0.011
Si 9.254 -3.754 0.397
Si 12.551 -1.493 0.384
Si 15.114 1.05 0.358
Si 12.054 4.237 0.373
Si 14.763 6.952 0.469
Si 12.614 -7.102 0.16
Si 14.695 -3.787 0.325
Si 18.973 0.056 1.638
Si 21.731 2.764 1.292
Si 19.06 5.427 1.586
Si 21.602 8.239 1.615
Si 18.865 -5.437 1.431
Si 21.59 -2.69 1.367
Si 24.332 -0.035 1.489
Si 10.94 2.775 1.804
Si 24.44 5.48 1.312
Si 10.982 -8.147 1.516
Si 24.296 10.747 1.208
Si 10.912 -2.644 1.611
Si 13.64 -0.013 1.795
Si 16.282 2.738 1.528
Si 13.548 5.431 1.714
Si 16.27 -8.242 1.83
Si 13.596 -5.447 1.548
Si 16.237 -2.678 1.69
Si 17.631 1.427 2.976
Si 20.459 4.06 2.843
Si 17.683 6.698 3.034
Si 20.238 9.592 2.919
Si 17.632 -4.085 2.912
Si 20.341 -1.374 2.862
Si 22.993 1.378 2.774
Si 25.756 3.974 2.647
Si 23.085 6.805 2.753
Si 25.721 9.446 2.63
Si 23.014 12.195 2.674
Si 9.596 -1.3 3.051
Si 12.28 1.373 3.083
Si 14.969 4.064 2.965
Si 12.239 6.854 3.034
Si 14.951 -6.73 3.014
Si 12.23 -4.086 2.942
Si 14.96 -1.365 3.132
Si 16.344 0.038 4.385
Si 19.061 2.754 4.264
Si 16.311 5.386 4.371
Si 19.002 8.156 4.31
Si 16.324 -5.406 4.349
Si 19.019 -2.732 4.251
Si 21.706 -0.005 4.188
Si 24.417 2.693 4.108
Si 21.784 5.439 4.183
Si 24.442 8.134 4.112
Si 21.704 10.913 4.183
Si 24.409 -2.779 4.062
Si 10.921 0.033 4.429
Si 13.649 2.741 4.387
Si 10.953 5.528 4.477
Si 13.613 -8.111 4.363
Si 10.889 -5.428 4.308
Si 13.577 -2.755 4.379
Si 17.749 -1.35 16.564
Si 20.461 1.346 16.541
Si 17.739 4.071 16.544
Si 20.461 6.766 16.476
Si 17.721 -6.786 16.506
Si 20.502 -4.077 16.536
Si 23.188 -1.391 16.507
Si 9.575 1.4 16.582
Si 23.195 4.067 16.468
Si 9.562 -9.459 16.591
Si 23.181 9.509 16.458
Si 9.527 -3.998 16.583
Si 12.248 -1.326 16.628
Si 14.998 1.367 16.585
Si 12.267 4.112 16.601
Si 15.007 -9.506 16.554
Si 12.299 -6.735 16.592
Si 14.98 -4.078 16.606
Si 19.118 -0.008 17.947
Si 21.833 2.745 17.846
Si 19.086 5.462 17.877
Si 21.87 8.088 17.801
Si 19.138 -5.477 17.836
Si 21.867 -2.727 17.937
Si 24.565 -0.073 17.88
Si 10.905 2.763 17.991
Si 24.554 5.403 17.856
Si 10.933 -8.072 17.94
Si 24.519 10.893 17.817
Si 10.872 -2.681 18.01
Si 13.608 0.051 17.973
Si 16.408 2.692 17.923
Si 13.665 5.454 17.935
Si 16.328 -8.088 17.883
Si 13.617 -5.4 18.042
Si 16.387 -2.725 17.905
Si 17.77 1.356 19.333
Si 20.466 4.107 19.227
Si 17.702 -9.438 19.182
Si 20.51 -6.894 19.13
Si 17.798 -4.118 19.199
Si 20.498 -1.362 19.309
Si 23.214 1.376 19.172
Si 9.549 4.141 19.362
Si 23.187 6.751 19.233
Si 9.555 -6.649 19.255
Si 23.246 -4.089 19.315
Si 25.93 -1.507 19.233
Si 12.243 1.403 19.396
Si 15.035 4.036 19.263
Si 12.341 -9.44 19.276
Si 15.012 -6.79 19.374
Si 12.222 -4.023 19.417
Si 15.009 -1.348 19.246
Si 16.399 -0.063 20.64
Si 19.142 2.766 20.651
Si 16.365 5.505 20.508
Si 19.13 -8.156 20.539
Si 16.473 -5.435 20.634
Si 19.162 -2.818 20.609
Si 21.868 0.075 20.597
Si 24.598 2.68 20.581
Si 21.799 5.459 20.643
Si 24.577 8.113 20.537
Si 21.854 -5.587 20.503
Si 24.659 -2.821 20.812
Si 10.886 0.013 20.798
Si 13.715 2.717 20.732
Si 10.992 5.532 20.636
Si 13.651 -8.137 20.784
Si 10.802 -5.324 20.82
Si 13.655 -2.638 20.683
Si 17.54 -1.712 21.885
Si 20.76 1.672 21.984
Si 17.948 4.432 21.821
Si 20.179 -9.697 21.966
Si 18.095 -6.583 21.933
Si 20.356 -4.45 21.851
Si 23.456 -1.074 21.881
Si 9.243 1.157 22.076
Si 23.006 3.857 21.855
Si 9.789 7.163 21.827
Si 23.348 -6.743 21.908
Si 25.733 -4.672 22.051
Si 12.565 -1.076 22.108
Si 14.885 1.077 22.031
Si 12.574 4.367 21.968
Si 14.862 -9.805 22.015
Si 11.997 -6.962 22.057
Si 15.281 -3.843 21.864
Si 13.486 6.84 -5.942
Si 23.014 2.242 -6.363
Si 13.908 2.809 -1.742
Si 29.781 6.639 -6.435
Si 18.895 -1.479 24.663
Si 11.934 -2.068 25.039
Si 8.328 5.358 23.971
Si 14.396 -4.085 -4.936
Si 15.992 -4.427 -2.484
Si 24.835 4.576 -5.561
Si 9.444 0.962 -1.982
Si 18.79 -1.644 -7.154
Si 22.662 -6.958 -6.735
Si 16.325 -8.033 24.077
Si 12.969 2.506 -4.79
Si 14.058 -5.794 24.035
Si 21.744 -2.666 23.991
Si 9.215 -3.574 25.187
Si 20.878 3.498 -4.43
Si 16.654 2.72 24.081
Si 11.455 -1.131 -2.33
Si 24.415 -5.067 -5.383
Si 18.592 -2.746 -1.969
Si 10.487 3.201 -3.63
Si 17.461 0.775 -6.154
Si 21.687 7.692 -2.166
Si 13.954 4.229 -7.028
Si 9.894 7.372 -2.532
Si 12.184 5.895 -3.463
Si 16.585 -7.291 -2.515
Si 15.072 6.581 -3.532
Si 19.419 1.344 24.839
Si 21.799 8.048 24.265
Si 24.467 -0.18 -5.363
Si 19.319 -0.797 -4.378
Si 12.717 -1.779 -4.91
Si 9.959 -1.491 -6.439
Si 23.742 0.165 -2.351
Si 10.322 -5.711 -6.945
Si 10.578 3.111 24.099
Si 11.402 -6.535 -2.747
Si 12.874 -6.646 -5.368
Si 20.994 1.149 -2.74
Si 8.008 -3.015 -4.574
Si 6.585 -7.397 -2.646
Si 19.024 5.546 -5.637
Si 19.183 7.967 -3.982
Si 22.988 5.217 -3.063
Si 10.123 -3.914 -2.417
Si 14.341 0.164 -6.38
Si 14.119 -3.844 26.308
Si 17.11 3.775 -7.024
Si 19.706 8.163 -6.843
Si 16.165 4.996 -1.651
Si 17.707 -1.365 5.666
Si 20.385 1.343 5.597
Si 17.713 4.064 5.688
Si 20.423 6.789 5.588
Si 17.667 9.517 5.68
Si 20.393 12.247 5.604
Si 23.102 -1.393 5.486
Si 25.805 1.312 5.439
Si 23.119 4.057 5.534
Si 9.541 6.886 5.739
Si 23.083 9.503 5.494
Si 25.752 12.184 5.458
Si 12.268 -1.359 5.745
Si 14.989 1.378 5.745
Si 12.315 4.121 5.755
Si 14.977 6.815 5.693
Si 12.248 -6.761 5.707
Si 14.97 -4.071 5.724
Si 19.065 -0.004 7.008
Si 21.766 2.706 6.924
Si 19.072 5.453 6.996
Si 21.774 8.155 6.927
Si 19.055 10.885 6.992
Si 21.765 -2.712 6.928
Si 24.47 -0.039 6.845
Si 10.933 2.763 7.09
Si 8.197 5.513 7.084
Si 27.149 8.091 6.835
Si 24.436 10.847 6.874
Si 27.151 -2.778 6.801
Si 13.633 0.01 7.087
Si 16.367 2.724 7.076
Si 13.657 5.476 7.103
Si 16.331 8.167 7.055
Si 13.618 -5.426 7.076
Si 16.343 -2.701 7.047
Si 17.719 1.344 8.399
Si 20.426 4.063 8.325
Si 17.714 6.802 8.379
Si 20.423 9.508 8.323
Si 17.708 -4.08 8.379
Si 20.431 -1.372 8.337
Si 23.133 1.323 8.253
Si 9.566 4.137 8.422
Si 23.127 6.777 8.273
Si 25.813 9.474 8.213
Si 23.113 -4.103 8.269
Si 25.827 -1.408 8.204
Si 12.281 1.384 8.438
Si 15.016 4.098 8.433
Si 12.274 6.841 8.432
Si 14.98 -6.791 8.421
Si 12.276 -4.055 8.438
Si 15 -1.347 8.429
Si 16.361 0.008 9.778
Si 19.082 2.718 9.725
Si 16.372 5.457 9.775
Si 19.074 8.168 9.719
Si 16.35 -5.425 9.759
Si 19.073 -2.717 9.724
Si 21.794 -0.009 9.672
Si 8.204 2.77 9.762
Si 21.784 5.428 9.667
Si 24.483 8.137 9.625
Si 21.776 -5.445 9.673
Si 24.487 -2.746 9.612
Si 10.915 0.027 9.783
Si 13.648 2.742 9.788
Si 10.923 5.483 9.79
Si 13.632 8.187 9.797
Si 10.917 -5.399 9.8
Si 13.639 -2.698 9.791
Si 17.723 -1.364 11.113
Si 20.441 1.34 11.061
Si 17.728 4.073 11.107
Si 20.436 6.787 11.054
Si 17.718 9.526 11.098
Si 20.432 -4.089 11.067
Si 23.151 -1.387 11.011
Si 9.563 1.407 11.125
Si 6.837 4.141 11.095
Si 25.849 6.758 10.957
Si 23.144 9.503 11.012
Si 25.853 -4.115 10.956
Si 12.279 -1.33 11.145
Si 15.004 1.372 11.141
Si 12.288 4.113 11.14
Si 15.002 6.816 11.133
Si 12.277 9.556 11.152
Si 15.001 -4.066 11.139
Si 19.088 -0.001 12.457
Si 21.806 2.699 12.4
Si 19.093 5.434 12.446
Si 21.792 8.158 12.397
Si 19.072 10.891 12.452
Si 21.803 -2.728 12.409
Si 24.509 -0.026 12.363
Si 10.93 2.754 12.496
Si 8.198 5.487 12.476
Si 27.214 8.133 12.292
Si 24.514 10.862 12.359
Si 27.213 -2.749 12.31
Si 13.645 0.019 12.51
Si 16.365 2.732 12.489
Si 13.642 5.468 12.506
Si 16.365 8.176 12.477
Si 13.633 -5.406 12.511
Si 16.362 -2.705 12.494
Si 17.724 1.355 13.833
Si 20.455 4.051 13.782
Si 17.73 6.794 13.811
Si 20.44 9.517 13.783
Si 17.729 -4.064 13.843
Si 20.457 -1.37 13.8
Si 23.158 1.326 13.753
Si 9.568 4.126 13.841
Si 23.16 6.784 13.729
Si 25.886 9.489 13.695
Si 23.175 -4.097 13.748
Si 25.877 -1.39 13.708
Si 12.289 1.389 13.865
Si 15.002 4.096 13.855
Si 12.277 -9.485 13.865
Si 15.002 9.537 13.843
Si 12.269 -4.037 13.873
Si 14.995 -1.356 13.873
Si 16.365 0.006 15.216
Si 19.1 2.709 15.177
Si 16.376 5.451 15.198
Si 19.088 8.157 15.156
Si 16.345 -5.41 15.197
Si 19.113 -2.712 15.195
Si 21.818 -0.017 15.161
Si 24.527 2.677 15.101
Si 21.824 5.419 15.11
Si 24.528 8.145 15.078
Si 21.814 10.878 15.124
Si 24.536 -2.737 15.107
Si 10.923 0.035 15.223
Si 13.641 2.75 15.235
Si 10.914 5.481 15.23
Si 13.639 -8.123 15.22
Si 10.907 -5.382 15.243
Si 13.621 -2.693 15.259
Si 33.785 -1.328 -0.164
Si 36.362 1.465 0.068
Si 34.212 3.765 -0.058
Si 36.271 6.908 -0.146
Si 34.021 9.132 0.067
Si 37.008 -4.553 0.083
Si 39.748 -1.705 0.293
Si 41.845 1.467 0.004
Si 39.531 3.567 0.148
Si 42.472 6.45 0.366
Si 39.231 9.571 -0.156
Si 25.408 12.443 0.029
Si 28.726 -1.79 -0.015
Si 31.537 0.844 0.048
Si 28.223 4.119 0.006
Si 30.926 6.999 0.162
Si 28.794 9.275 0.145
Si 30.905 12.277 0.112
Si 35.247 -0.164 1.299
Si 37.985 2.486 1.471
Si 35.304 5.32 1.308
Si 38.007 7.99 1.119
Si 35.323 -5.642 1.311
Si 38.092 -2.923 1.382
Si 40.862 -0.085 1.49
Si 27.048 2.501 1.203
Si 40.731 5.235 1.334
Si 27.188 8.078 1.365
Si 40.84 10.71 1.171
Si 27.093 -2.829 1.326
Si 29.893 -0.226 1.327
Si 32.625 2.564 1.246
Si 29.78 5.323 1.335
Si 32.517 8.067 1.493
Si 29.847 10.794 1.544
Si 32.607 -2.863 1.228
Si 33.938 1.229 2.695
Si 36.683 3.998 2.708
Si 33.919 6.634 2.715
Si 36.699 9.309 2.635
Si 33.973 -4.204 2.618
Si 36.673 -1.508 2.634
Si 39.386 1.176 2.806
Si 42.096 3.93 2.749
Si 39.364 6.682 2.578
Si 42.168 9.406 2.635
Si 39.512 12.043 2.669
Si 25.802 -1.405 2.725
Si 28.495 1.225 2.595
Si 31.226 3.945 2.601
Si 28.496 6.703 2.765
Si 31.246 9.468 2.854
Si 28.404 12.152 2.775
Si 31.253 -1.548 2.702
Si 32.566 -0.118 4.052
Si 35.307 2.611 4.038
Si 32.552 5.284 4.044
Si 35.319 8.011 4.034
Si 32.641 -5.485 4.102
Si 35.31 -2.841 4.003
Si 38.008 -0.189 4.074
Si 40.749 2.588 4.104
Si 38.051 5.362 4.032
Si 40.754 8.047 3.952
Si 38.069 10.712 3.988
Si 40.856 -2.85 3.988
Si 27.17 -0.06 4.07
Si 29.846 2.61 3.978
Si 27.112 5.332 4.07
Si 29.855 8.067 4.127
Si 27.053 10.782 4.083
Si 29.848 -2.832 4.087
Si 34.068 -1.388 16.319
Si 36.763 1.302 16.284
Si 34.048 4.049 16.238
Si 36.755 6.749 16.196
Si 34.026 -6.76 16.263
Si 36.759 -4.082 16.275
Si 39.445 -1.388 16.22
Si 25.885 1.304 16.461
Si 39.466 4.001 16.209
Si 25.873 6.753 16.416
Si 39.489 9.502 16.17
Si 25.909 -4.114 16.438
Si 28.612 -1.393 16.404
Si 31.335 1.317 16.319
Si 28.586 4.064 16.348
Si 31.312 6.816 16.32
Si 28.628 9.517 16.398
Si 31.321 -4.095 16.365
Si 35.436 -0.039 17.703
Si 38.155 2.651 17.619
Si 35.4 5.419 17.574
Si 38.155 8.118 17.483
Si 35.398 -5.422 17.638
Si 38.123 -2.712 17.638
Si 40.816 -0.054 17.57
Si 27.238 2.73 17.749
Si 40.836 5.351 17.547
Si 27.245 8.137 17.708
Si 40.815 10.861 17.56
Si 27.285 -2.769 17.797
Si 29.981 -0.003 17.724
Si 32.751 2.672 17.617
Si 29.96 5.435 17.665
Si 32.641 8.268 17.634
Si 29.99 10.884 17.788
Si 32.713 -2.728 17.689
Si 34.086 1.35 19.051
Si 36.752 4.023 18.915
Si 34.058 6.899 18.835
Si 36.841 -6.838 18.835
Si 34.082 -4.05 19.076
Si 36.842 -1.351 19.09
Si 39.566 1.331 19.017
Si 25.949 4.061 19.216
Si 39.477 6.746 18.838
Si 25.868 9.462 19.077
Si 39.503 -4.069 18.963
Si 42.199 -1.449 18.85
Si 28.598 1.372 19.064
Si 31.379 4.039 18.909
Si 28.628 6.817 19.052
Si 31.381 9.588 19.176
Si 28.649 -4.091 19.196
Si 31.391 -1.336 19.058
Si 32.711 0.063 20.454
Si 35.462 2.691 20.396
Si 32.678 5.556 20.11
Si 35.502 8.16 20.189
Si 32.789 10.944 20.566
Si 35.453 -2.661 20.459
Si 38.251 -0.014 20.464
Si 40.958 2.704 20.407
Si 38.112 5.441 20.186
Si 40.85 8.03 20.197
Si 38.127 -5.485 20.234
Si 40.952 -2.764 20.326
Si 27.299 -0.046 20.439
Si 30.042 2.729 20.324
Si 27.356 5.462 20.503
Si 29.946 8.197 20.442
Si 27.218 10.795 20.434
Si 30.07 -2.671 20.477
Si 33.974 -1.362 21.823
Si 37.203 1.705 21.709
Si 34.199 4.407 21.374
Si 36.501 6.506 21.506
Si 34.503 9.667 21.644
Si 36.593 -4.358 21.615
Si 39.899 -1.215 21.713
Si 25.765 1.031 21.833
Si 39.35 4.005 21.506
Si 26.203 7.023 21.829
Si 39.706 -6.71 21.451
Si 41.997 -4.461 21.626
Si 28.91 -1.098 21.77
Si 31.071 1.189 21.752
Si 29.043 4.326 21.682
Si 31.165 6.6 21.589
Si 28.35 9.299 21.802
Si 31.735 -3.611 21.842
Si 25.003 5.064 23.915
Si 38.025 5.719 -7.086
Si 30.166 2.736 -1.99
Si 39.628 6.205 25.84
Si 34.385 0.539 24.349
Si 28.231 -2.394 24.548
Si 23.392 6.087 26.143
Si 33.195 -2.52 -5.192
Si 32.582 -5.468 -2.043
Si 40.369 3.932 -7.054
Si 27.354 0.513 -5.179
Si 34.458 -4.563 26.114
Si 36.428 -6.771 25.692
Si 32.656 -7.718 23.555
Si 28.575 3.327 26.401
Si 31.154 -7.171 25.92
Si 38.664 -3.359 23.72
Si 27.89 -5.33 24.234
Si 39.564 -1.132 -2.598
Si 32.827 2.908 23.621
Si 27.946 -1.461 -3.017
Si 39.163 -6.247 24.291
Si 35.032 -3.414 -2.085
Si 29.286 2.831 -4.763
Si 31.967 -0.639 -6.984
Si 36.734 5.886 -3.175
Si 31.97 7.094 -4.304
Si 26.35 7.382 -2.884
Si 27.664 5.353 -4.619
Si 35.162 -4.642 -4.796
Si 34.389 -7.458 -5.206
Si 37.207 1.051 24.799
Si 36.906 6.858 24.537
Si 38.465 -1.44 25.947
Si 35.632 -0.625 -4.875
Si 30.347 -1.89 -4.966
Si 28.285 -1.902 -6.973
Si 38.215 -2.008 -6.209
Si 28.329 -7.464 26.441
Si 27.29 2.846 23.803
Si 28.052 -6.315 -2.713
Si 30.772 -6.627 -4.131
Si 37.299 0.67 -2.798
Si 25.3 -2.71 -7.082
Si 25.014 -7.936 -5.403
Si 39.085 7.168 -4.857
Si 39.858 -6.301 -5.247
Si 38.385 3.558 -2.684
Si 26.075 -4.037 -3.075
Si 34.35 1.195 -7.079
Si 31.909 -4.93 24.37
Si 31.729 3.563 26.428
Si 35.328 6.17 -5.769
Si 32.272 5.136 -1.991
Si 33.959 -1.466 5.386
Si 36.674 1.247 5.392
Si 33.937 3.957 5.406
Si 36.683 6.691 5.408
Si 33.992 9.42 5.401
Si 36.7 12.109 5.336
Si 39.443 -1.521 5.361
Si 42.172 1.228 5.378
Si 39.403 3.999 5.403
Si 25.796 6.738 5.457
Si 39.422 9.387 5.368
Si 42.182 12.135 5.378
Si 28.521 -1.423 5.439
Si 31.201 1.266 5.388
Si 28.515 3.984 5.398
Si 31.234 6.685 5.431
Si 28.469 9.444 5.443
Si 31.233 -4.16 5.447
Si 35.312 -0.099 6.752
Si 38.037 2.626 6.74
Si 35.307 5.335 6.753
Si 38.053 8.061 6.748
Si 35.347 10.788 6.748
Si 38.06 -2.855 6.715
Si 40.787 -0.124 6.715
Si 27.169 2.66 6.81
Si 24.468 5.415 6.885
Si 43.502 8.079 6.703
Si 40.789 10.773 6.709
Si 43.537 -2.805 6.716
Si 29.87 -0.063 6.802
Si 32.571 2.617 6.765
Si 29.866 5.344 6.789
Si 32.607 8.072 6.76
Si 29.86 -5.518 6.792
Si 32.597 -2.788 6.783
Si 33.954 1.271 8.117
Si 36.681 3.988 8.107
Si 33.969 6.718 8.122
Si 36.704 9.435 8.109
Si 33.977 -4.162 8.107
Si 36.704 -1.462 8.074
Si 39.428 1.263 8.065
Si 25.839 4.032 8.21
Si 39.417 6.714 8.103
Si 42.153 9.434 8.076
Si 39.427 -4.191 8.079
Si 42.16 -1.459 8.076
Si 28.527 1.303 8.18
Si 31.24 3.997 8.147
Si 28.531 6.728 8.171
Si 31.245 -6.879 8.129
Si 28.523 -4.133 8.163
Si 31.247 -1.418 8.15
Si 32.607 -0.06 9.507
Si 35.32 2.64 9.468
Si 32.607 5.371 9.494
Si 35.334 8.088 9.471
Si 32.611 -5.506 9.478
Si 35.34 -2.794 9.457
Si 38.061 -0.087 9.426
Si 24.492 2.687 9.606
Si 38.05 5.358 9.454
Si 40.786 8.084 9.44
Si 38.066 -5.523 9.458
Si 40.788 -2.813 9.424
Si 27.186 -0.049 9.566
Si 29.894 2.66 9.539
Si 27.191 5.392 9.572
Si 29.898 8.099 9.518
Si 27.183 -5.48 9.557
Si 29.891 -2.772 9.52
Si 33.989 -1.424 10.83
Si 36.707 1.279 10.796
Si 33.981 4.015 10.845
Si 36.703 6.731 10.822
Si 33.983 9.463 10.834
Si 36.707 -4.147 10.811
Si 39.433 -1.437 10.778
Si 25.849 1.316 10.958
Si 23.147 4.048 11
Si 42.154 6.722 10.781
Si 39.433 9.446 10.807
Si 42.155 -4.158 10.784
Si 28.559 -1.406 10.916
Si 31.268 1.306 10.891
Si 28.556 4.03 10.922
Si 31.266 6.744 10.872
Si 28.557 9.476 10.897
Si 31.27 -4.134 10.859
Si 35.352 -0.058 12.178
Si 38.074 2.645 12.142
Si 35.348 5.382 12.194
Si 38.068 8.1 12.17
Si 35.346 10.833 12.186
Si 38.073 -2.776 12.15
Si 40.791 -0.072 12.136
Si 27.214 2.675 12.308
Si 24.504 5.411 12.351
Si 43.525 8.091 12.117
Si 40.795 10.815 12.151
Si 43.512 -2.788 12.135
Si 29.925 -0.047 12.275
Si 32.636 2.675 12.237
Si 29.917 5.404 12.264
Si 32.63 8.12 12.214
Si 29.919 -5.474 12.247
Si 32.635 -2.764 12.208
Si 34.019 1.306 13.568
Si 36.733 4.009 13.514
Si 34.004 6.766 13.559
Si 36.719 9.481 13.534
Si 34.01 -4.103 13.559
Si 36.724 -1.411 13.52
Si 39.438 1.292 13.497
Si 25.861 4.027 13.69
Si 39.448 6.735 13.498
Si 42.178 9.453 13.477
Si 39.44 -4.126 13.501
Si 42.159 -1.421 13.491
Si 28.583 1.317 13.66
Si 31.289 4.049 13.609
Si 28.572 6.774 13.642
Si 31.291 9.494 13.592
Si 28.588 -4.11 13.648
Si 31.304 -1.411 13.613
Si 32.683 -0.05 14.954
Si 35.403 2.663 14.908
Si 32.653 5.43 14.945
Si 35.36 8.14 14.908
Si 32.644 -5.432 14.928
Si 35.386 -2.747 14.913
Si 38.078 -0.047 14.87
Si 40.812 2.645 14.843
Si 38.103 5.368 14.854
Si 40.824 8.1 14.834
Si 38.081 10.86 14.876
Si 40.796 -2.763 14.857
Si 27.242 -0.028 15.06
Si 29.952 2.692 14.994
Si 27.215 5.414 15.011
Si 29.938 8.155 14.977
Si 27.251 10.86 15.042
Si 29.95 -2.749 15.008
Si 50.114 -1.131 -0.206
Si -45.108 1.625 0.18
Si -47.288 3.794 0.251
Si -45.109 6.815 0.225
Si 50.672 9.114 -0.106
Si -44.735 -4.401 -0.139
Si -42.069 -1.521 0.175
Si -39.723 1.686 0.253
Si -42.04 3.914 0.155
Si -39.215 6.647 -0.006
Si -42.4 9.809 -0.178
Si 41.961 12.372 -0.108
Si 45.262 -1.768 -0.136
Si 47.793 1.001 -0.204
Si 44.526 4.234 0.05
Si 47.375 7.01 0.142
Si 45.061 9.047 -0.018
Si 47.455 12.28 -0.126
Si -46.313 -0.041 1.284
Si -43.561 2.756 1.498
Si -46.246 5.358 1.607
Si -43.485 8.179 1.233
Si -46.217 -5.563 1.246
Si -43.645 -2.806 1.286
Si -40.877 0.044 1.462
Si 43.428 2.617 1.323
Si -40.821 5.537 1.328
Si 43.688 7.98 1.578
Si -40.876 10.93 1.247
Si 43.592 -2.835 1.178
Si 46.293 -0.137 1.208
Si -49.005 2.566 1.244
Si 46.202 5.346 1.316
Si 48.978 8.19 1.321
Si 46.229 10.74 1.187
Si 49.007 -2.781 1.141
Si -47.651 1.283 2.69
Si -44.852 4.071 2.907
Si -47.684 6.775 2.748
Si -44.869 9.458 2.664
Si -47.582 -4.136 2.549
Si -44.957 -1.411 2.633
Si -42.228 1.367 2.812
Si -39.48 4.156 2.719
Si -42.161 6.877 2.676
Si -39.5 9.576 2.622
Si -42.237 12.224 2.679
Si 42.296 -1.485 2.669
Si 44.892 1.237 2.563
Si -50.334 3.961 2.604
Si 45.012 6.641 2.876
Si 47.619 9.519 2.665
Si 44.882 12.101 2.577
Si 47.646 -1.471 2.603
Si -48.976 -0.104 4.03
Si -46.28 2.637 4.086
Si -49.017 5.345 4.029
Si -46.248 8.12 4.04
Si -48.941 -5.442 3.989
Si -46.274 -2.79 3.99
Si -43.599 -0.064 4.051
Si -40.812 2.753 4.085
Si -43.471 5.497 4.109
Si -40.806 8.207 4.037
Si -43.551 10.84 4.047
Si -40.876 -2.726 4.064
Si 43.591 -0.097 4.016
Si -51.698 2.61 3.964
Si 43.501 5.304 4.083
Si 46.342 8.105 4.09
Si 43.515 10.788 3.986
Si 46.249 -2.832 3.943
Si -47.595 -1.417 16.258
Si -44.922 1.271 16.285
Si -47.595 3.983 16.253
Si -44.901 6.694 16.291
Si -47.596 -6.875 16.241
Si -44.891 -4.157 16.264
Si -42.185 -1.457 16.27
Si 42.176 1.295 16.203
Si -42.189 4.015 16.317
Si 42.18 6.729 16.184
Si -42.194 9.443 16.273
Si 42.171 -4.13 16.18
Si 44.906 -1.408 16.19
Si -50.292 1.299 16.218
Si 44.904 4.039 16.171
Si 47.625 6.721 16.177
Si 44.904 9.473 16.15
Si 47.601 -4.141 16.209
Si -46.269 -0.08 17.685
Si -43.557 2.617 17.63
Si -46.255 5.31 17.648
Si -43.535 8.064 17.627
Si -46.231 -5.536 17.614
Si -43.551 -2.805 17.644
Si -40.783 -0.142 17.609
Si 43.534 2.699 17.51
Si -40.852 5.372 17.723
Si 43.539 8.135 17.478
Si -40.871 10.79 17.667
Si 43.559 -2.79 17.508
Si 46.233 -0.017 17.552
Si -48.905 2.588 17.621
Si 46.313 5.337 17.53
Si 48.926 8.099 17.559
Si 46.268 10.785 17.544
Si 48.934 -2.767 17.569
Si -47.606 1.256 19.114
Si -44.93 3.904 19.049
Si 50.246 6.72 18.897
Si -44.867 -6.907 18.993
Si 50.279 -4.165 18.894
Si -44.897 -1.455 19.016
Si -42.167 1.208 18.909
Si 42.223 4.027 18.92
Si -42.254 6.729 19.08
Si 42.176 9.468 18.862
Si -42.226 -4.167 19.036
Si -39.422 -1.51 18.987
Si 44.868 1.374 18.882
Si 47.623 3.914 18.926
Si 44.99 6.822 18.752
Si 47.611 9.463 18.964
Si 44.9 -4.171 18.843
Si 47.593 -1.356 18.907
Si 48.902 -0.093 20.452
Si -46.174 2.491 20.544
Si 48.961 5.295 20.247
Si 51.6 8.06 20.245
Si 48.948 10.839 20.322
Si 51.612 -2.835 20.279
Si -43.421 -0.18 20.328
Si -40.855 2.544 20.309
Si -43.627 5.339 20.387
Si -40.986 8.078 20.546
Si -43.568 -5.532 20.433
Si -40.761 -2.903 20.375
Si 43.443 0.029 20.14
Si 46.251 2.6 20.339
Si 43.675 5.461 20.049
Si 46.241 8.101 20.285
Si 43.553 10.83 20.21
Si 46.182 -2.744 20.141
Si 50.088 -1.741 21.661
Si -44.381 1.344 21.795
Si 50.498 4.164 21.626
Si 52.616 6.461 21.617
Si 50.551 9.66 21.6
Si 52.698 -4.386 21.637
Si -41.878 -1.368 21.692
Si 42.071 1.068 21.759
Si -42.393 3.753 21.585
Si 42.56 6.968 21.399
Si -42.147 -6.654 21.965
Si -39.793 -4.5 21.832
Si 44.854 -1.267 21.38
Si 47.14 0.878 21.728
Si 45.136 4.32 21.449
Si 47.37 6.446 21.509
Si 44.621 9.277 21.551
Si 47.756 -3.804 21.466
Si 44.815 7.096 26.46
Si -40.599 1.247 -5.226
Si 46.432 3.034 -2.026
Si -42.076 6.732 25.818
Si -47.614 -1.281 24.579
Si 43.726 -1.676 24.23
Si 41.228 5.173 23.61
Si 47.077 -4.207 -5.502
Si 48.695 -4.612 -2.987
Si -39.826 3.915 -4.235
Si 42.171 0.564 -2.977
Si -47.798 -4.111 26.032
Si -45.926 -6.453 26.061
Si 48.562 -7.864 23.524
Si 45.359 4.15 -4.714
Si 46.387 -5.579 23.517
Si -43.656 -2.854 23.919
Si 42.665 -4.191 24.779
Si -43.997 6.182 -4.904
Si -47.882 2.893 24.345
Si 44.486 -1.418 -3.109
Si -43.247 -4.837 26.351
Si -46.52 -2.961 -2.41
Si 42.391 3.281 -4.672
Si 47.978 0.688 24.687
Si -44.564 -2.709 -4.927
Si 44.885 4.021 26.23
Si 41.135 7.95 -1.924
Si 45.792 7.176 -4.308
Si -47.601 -7.043 -3.256
Si 48.784 6.647 -4.034
Si -43.825 -0.07 24.642
Si -44.119 8.159 24.059
Si -41.085 -0.475 26.078
Si -42.889 -0.421 -4.701
Si 45.887 -1.398 -5.68
Si 41.525 -1.881 26.037
Si -43.182 0.437 -1.921
Si 42.403 -6.912 -6.843
Si 43.37 3.008 23.765
Si 43.74 -7.053 -2.897
Si 45.342 -6.16 -7.194
Si -46.181 1.173 25.678
Si 40.06 -3.622 -4.165
Si 40.748 5.334 -3.544
Si -48.249 5.18 -6.691
Si -45.7 -7.529 -5.45
Si -43.366 5.597 -1.97
Si 42.912 -4.143 -3.173
Si 45.956 -1.048 26.021
Si 46.977 -4.067 26.037
Si -45.468 4.127 -6.775
Si 47.969 7.337 26.278
Si 48.758 5.067 -1.708
Si -47.614 -1.446 5.384
Si -44.924 1.287 5.431
Si -47.633 4.02 5.398
Si -44.892 6.795 5.43
Si -47.6 9.498 5.366
Si -44.91 12.203 5.383
Si -42.222 -1.386 5.424
Si -39.466 1.399 5.454
Si -42.15 4.1 5.45
Si 42.122 6.712 5.356
Si -42.178 9.517 5.415
Si -39.498 12.246 5.415
Si 44.928 -1.467 5.355
Si -50.341 1.272 5.357
Si -53.044 3.94 5.387
Si -50.293 6.713 5.441
Si 44.884 9.442 5.36
Si -50.321 -4.136 5.359
Si -46.27 -0.083 6.768
Si -43.537 2.686 6.746
Si -46.25 5.387 6.743
Si -43.528 8.148 6.777
Si -46.254 10.84 6.749
Si -43.561 -2.765 6.767
Si -40.835 -0.013 6.759
Si 43.513 2.599 6.745
Si 40.776 5.362 6.74
Si -38.106 8.18 6.785
Si -40.83 10.873 6.782
Si -38.11 -2.712 6.752
Si -51.672 -0.091 6.732
Si -48.99 2.643 6.731
Si -51.7 5.345 6.737
Si -48.924 8.103 6.744
Si 46.241 -5.51 6.715
Si -48.974 -2.79 6.742
Si -47.624 1.296 8.098
Si -44.894 4.032 8.106
Si -47.585 6.747 8.112
Si -44.893 9.495 8.122
Si 50.305 -4.139 8.107
Si -44.904 -1.416 8.134
Si -42.185 1.336 8.122
Si 42.152 3.991 8.073
Si -42.174 6.782 8.132
Si -39.47 9.517 8.141
Si -42.192 -4.104 8.134
Si -39.468 -1.368 8.12
Si 44.88 1.257 8.094
Si -50.331 4.004 8.098
Si 44.86 6.72 8.07
Si 47.603 -6.869 8.076
Si 44.889 -4.155 8.082
Si -50.316 -1.429 8.102
Si -48.964 -0.068 9.461
Si -46.251 2.657 9.45
Si -48.959 5.373 9.442
Si -46.233 8.108 9.471
Si 48.954 -5.513 9.45
Si -46.255 -2.787 9.476
Si -43.535 -0.044 9.474
Si 40.787 2.633 9.423
Si -43.53 5.392 9.465
Si -40.819 8.135 9.493
Si -43.535 -5.478 9.488
Si -40.82 -2.741 9.479
Si 43.51 -0.091 9.439
Si 46.235 2.634 9.443
Si 43.51 5.357 9.428
Si 46.238 8.083 9.418
Si 43.517 -5.516 9.425
Si 46.241 -2.795 9.446
Si -47.604 -1.421 10.821
Si -44.895 1.308 10.825
Si -47.6 4.018 10.806
Si -44.88 6.744 10.828
Si -47.602 9.459 10.817
Si -44.895 -4.134 10.844
Si -42.177 -1.395 10.844
Si 42.155 1.285 10.784
Si 39.433 4 10.786
Si -39.471 6.773 10.86
Si -42.182 9.478 10.847
Si -39.465 -4.106 10.838
Si 44.88 -1.433 10.795
Si -50.323 1.29 10.807
Si 44.878 4.005 10.784
Si -50.319 6.736 10.788
Si 44.889 9.451 10.774
Si 47.604 -4.148 10.802
Si -46.242 -0.065 12.178
Si -43.532 2.66 12.189
Si -46.232 5.366 12.171
Si -43.532 8.1 12.197
Si -46.247 10.811 12.19
Si -43.53 -2.773 12.193
Si -40.821 -0.041 12.213
Si 43.523 2.645 12.138
Si 40.796 5.366 12.137
Si -38.104 8.138 12.197
Si -40.815 10.833 12.195
Si -38.102 -2.753 12.194
Si -51.677 -0.075 12.155
Si -48.955 2.65 12.154
Si -51.673 5.366 12.133
Si -48.955 8.085 12.158
Si 46.245 -5.514 12.144
Si -48.956 -2.792 12.163
Si -47.603 1.294 13.521
Si -44.885 4.01 13.551
Si -47.588 6.725 13.517
Si -44.897 9.445 13.555
Si -47.597 -4.137 13.535
Si -44.888 -1.421 13.548
Si -42.189 1.307 13.573
Si 42.164 4.008 13.487
Si -42.188 6.739 13.564
Si -39.471 9.467 13.564
Si -42.18 -4.145 13.549
Si -39.464 -1.416 13.565
Si -53.028 1.297 13.5
Si -50.307 4.017 13.497
Si 44.886 6.735 13.467
Si -50.306 9.454 13.505
Si 44.884 -4.135 13.478
Si -50.309 -1.428 13.509
Si -48.949 -0.075 14.873
Si -46.243 2.634 14.893
Si -48.93 5.351 14.862
Si -46.244 8.064 14.908
Si -48.949 -5.509 14.875
Si -46.24 -2.783 14.905
Si -43.543 -0.074 14.927
Si -40.83 2.661 14.94
Si -43.532 5.363 14.924
Si -40.83 8.094 14.921
Si -43.538 10.808 14.905
Si -40.822 -2.802 14.915
Si 43.527 -0.063 14.842
Si -51.655 2.656 14.851
Si 43.533 5.381 14.819
Si 46.249 8.077 14.828
Si 43.529 10.83 14.821
Si 46.246 -2.789 14.844
Si -31.7 -0.94 -0.133
Si -28.888 1.653 0.03
Si -31.068 3.943 -0.014
Si -28.907 7.007 0.334
Si -31.075 9.213 0.238
Si -28.301 -4.56 -0.118
Si -25.458 -1.702 -0.26
Si -23.258 1.681 0.23
Si -25.544 3.825 0.173
Si -22.794 6.371 -0.19
Si -25.901 9.707 0.173
Si -39.789 12.668 0.095
Si -36.663 -1.381 0.178
Si -33.982 1.268 -0.102
Si -36.993 4.442 0.003
Si -34.299 7.268 -0.025
Si -36.553 9.481 0.014
Si -34.377 12.668 0.16
Si -30.064 0.07 1.268
Si -27.216 2.683 1.341
Si -30.071 5.433 1.527
Si -27.199 8.19 1.422
Si -29.875 -5.473 1.38
Si -27.233 -2.703 1.014
Si -24.463 -0.07 1.223
Si -38.059 2.837 1.38
Si -24.389 5.472 1.349
Si -38.098 8.247 1.294
Si -24.357 10.894 1.396
Si -38.205 -2.598 1.442
Si -35.424 0.157 1.383
Si -32.727 2.797 1.215
Si -35.394 5.594 1.264
Si -32.731 8.177 1.469
Si -35.412 10.976 1.397
Si -32.651 -2.588 1.286
Si -31.384 1.432 2.661
Si -28.55 4.085 2.723
Si -31.429 6.782 2.839
Si -28.545 9.537 2.801
Si -31.274 -4.013 2.605
Si -28.586 -1.351 2.485
Si -25.853 1.268 2.642
Si -23.083 4.147 2.808
Si -25.795 6.811 2.69
Si -22.989 9.464 2.603
Si -25.865 12.305 2.576
Si -39.509 -1.275 2.822
Si -36.756 1.468 2.754
Si -34.054 4.165 2.61
Si -36.741 6.903 2.693
Si -34.034 9.629 2.755
Si -36.822 12.3 2.726
Si -34.038 -1.268 2.694
Si -32.679 0.061 4.064
Si -29.952 2.725 4.037
Si -32.751 5.414 4.132
Si -29.961 8.161 4.087
Si -32.622 -5.349 4.037
Si -29.899 -2.677 3.956
Si -27.24 -0.051 3.975
Si -24.496 2.692 4.019
Si -27.171 5.448 4.049
Si -24.414 8.186 4.01
Si -27.163 10.953 4.043
Si -24.467 -2.702 3.969
Si -38.098 0.073 4.108
Si -35.368 2.812 4.05
Si -38.091 5.504 4.055
Si -35.391 8.229 4.08
Si -38.153 10.9 4.046
Si -35.399 -2.666 4.034
Si -31.289 -1.362 16.244
Si -28.571 1.34 16.277
Si -31.31 4.06 16.276
Si -28.589 6.783 16.246
Si -31.326 -6.828 16.239
Si -28.601 -4.102 16.239
Si -25.851 -1.348 16.27
Si -39.457 1.276 16.267
Si -25.814 4.084 16.302
Si -39.512 6.722 16.307
Si -25.887 9.499 16.264
Si -39.49 -4.173 16.297
Si -36.738 -1.416 16.293
Si -34.032 1.325 16.248
Si -36.753 4.047 16.233
Si -34.047 6.75 16.276
Si -36.8 9.455 16.321
Si -34.076 -4.131 16.281
Si -29.943 -0.013 17.649
Si -27.176 2.691 17.608
Si -29.967 5.459 17.613
Si -27.225 8.104 17.623
Si -29.939 -5.502 17.586
Si -27.27 -2.697 17.573
Si -24.481 -0.003 17.653
Si -38.119 2.699 17.575
Si -24.463 5.42 17.727
Si -38.186 8.079 17.68
Si -24.559 10.893 17.603
Si -38.089 -2.831 17.62
Si -35.389 -0.012 17.634
Si -32.664 2.659 17.611
Si -35.397 5.358 17.628
Si -32.704 8.149 17.6
Si -35.443 10.819 17.68
Si -32.684 -2.724 17.544
Si -31.319 1.329 19.012
Si -28.565 4.07 18.886
Si -31.35 6.834 18.971
Si -28.608 -6.893 18.969
Si -31.337 -4.11 18.846
Si -28.572 -1.367 19.005
Si -25.829 1.359 19.031
Si -39.474 3.951 19.022
Si -25.873 6.771 19.033
Si -39.595 9.398 19.074
Si -25.966 -4.063 18.921
Si -23.099 -1.427 18.933
Si -36.768 1.397 18.947
Si -34.017 3.987 18.977
Si -36.813 6.67 18.976
Si -34.092 9.431 19.008
Si -36.817 -4.175 19.073
Si -33.993 -1.379 18.953
Si -32.634 -0.051 20.408
Si -29.932 2.757 20.25
Si -32.697 5.425 20.274
Si -29.99 8.137 20.4
Si -32.699 10.874 20.219
Si -29.973 -2.797 20.231
Si -27.221 0.001 20.39
Si -24.457 2.659 20.497
Si -27.232 5.358 20.324
Si -24.575 8.177 20.392
Si -27.281 -5.478 20.277
Si -24.578 -2.715 20.237
Si -38.122 0.001 20.237
Si -35.374 2.658 20.388
Si -38.132 5.289 20.4
Si -35.471 8.029 20.343
Si -38.22 10.745 20.432
Si -35.398 -2.732 20.282
Si -31.493 -1.73 21.62
Si -28.411 1.622 21.599
Si -31.063 4.351 21.543
Si -28.807 6.498 21.625
Si -31.18 9.798 21.609
Si -28.905 -4.393 21.549
Si -25.599 -1.152 21.649
Si -39.739 0.955 21.656
Si -26.141 3.786 21.717
Si -39.369 6.813 21.692
Si -25.752 -6.552 21.681
Si -23.519 -4.284 21.579
Si -36.501 -1.066 21.495
Si -34.236 1.069 21.718
Si -36.518 4.193 21.758
Si -34.323 6.44 21.629
Si -37.147 9.056 21.626
Si -33.808 -3.875 21.541
Si -35.394 6.866 26.195
Si -25.581 -0.22 -3.012
Si -35.217 3.127 -2.28
Si -24.283 6.772 24.606
Si -30.785 -1.508 24.697
Si -35.031 -3.826 24.311
Si -40.574 4.957 23.89
Si -34.803 -3.682 -2.772
Si -32.243 -3.784 -4.109
Si -24.163 3.862 -6.613
Si -40.399 1.706 -2.421
Si -28.73 -2.985 26.119
Si -26.607 -8.059 -7.184
Si -33.15 -7.871 23.719
Si -36.765 3.859 -4.782
Si -36.066 -7.181 24.498
Si -26.947 -3.14 23.679
Si -37.845 -2.865 23.677
Si -31.771 2.962 -5.422
Si -32.462 2.629 23.824
Si -37.071 -1.414 -2.789
Si -30.911 -7.239 -7.185
Si -30.854 -1.261 -3.16
Si -36.645 1.955 -7.212
Si -33.434 -2.035 25.991
Si -27.746 5.262 -4.583
Si -32.717 0.101 -5.235
Si -41.115 7.84 -2.161
Si -35.406 6.722 -5.229
Si -31.655 -6.52 -2.667
Si -33.334 7.208 -3.022
Si -29.751 1.157 24.417
Si -27.114 7.99 23.891
Si -26.407 2.08 -6.804
Si -26.701 -6.378 -4.791
Si -35.757 -0.309 -5.234
Si -38.972 -2.654 26.337
Si -28.475 0.652 -2.932
Si -40.858 -6.97 26.232
Si -38.348 2.755 23.896
Si -36.973 -5.718 -2.883
Si -37.088 -7.127 -5.343
Si -28.858 2.493 -5.244
Si -41.639 -3.054 -4.595
Si -41.004 6.781 -4.953
Si -29.151 6.95 -6.457
Si -28.693 -6.082 -2.653
Si -27.165 5.534 -1.779
Si -39.121 -3.61 -2.897
Si -38.235 -5.814 26.286
Si -31.592 -4.282 -7.039
Si -33.472 4.513 26.16
Si -26.373 -7.904 -2.31
Si -32.399 4.489 -2.827
Si -31.273 -1.329 5.353
Si -28.582 1.333 5.361
Si -31.307 4.075 5.422
Si -28.556 6.804 5.403
Si -31.297 9.569 5.409
Si -28.561 12.291 5.374
Si -25.836 -1.362 5.355
Si -23.116 1.36 5.392
Si -25.839 4.06 5.397
Si -39.456 6.84 5.409
Si -25.792 9.56 5.367
Si -23.109 12.231 5.339
Si -36.738 -1.324 5.422
Si -34.03 1.416 5.417
Si -36.741 4.135 5.421
Si -34.067 6.832 5.448
Si -36.775 9.557 5.417
Si -34.018 -4.024 5.388
Si -29.925 -0.002 6.753
Si -27.218 2.703 6.735
Si -29.928 5.446 6.759
Si -27.178 8.186 6.725
Si -29.914 10.918 6.748
Si -27.189 -2.7 6.748
Si -24.489 0.004 6.744
Si -38.085 2.748 6.785
Si -40.788 5.454 6.787
Si -21.745 8.19 6.803
Si -24.451 10.9 6.754
Si -21.775 -2.734 6.763
Si -35.376 0.031 6.775
Si -32.654 2.728 6.795
Si -35.4 5.467 6.812
Si -32.66 8.19 6.761
Si -35.379 -5.408 6.744
Si -32.637 -2.685 6.737
Si -31.285 1.353 8.124
Si -28.567 4.073 8.106
Si -31.292 6.816 8.11
Si -28.552 9.537 8.095
Si -31.292 -4.06 8.108
Si -28.556 -1.352 8.114
Si -25.845 1.364 8.109
Si -39.448 4.083 8.148
Si -25.836 6.811 8.1
Si -23.111 9.549 8.145
Si -25.833 -4.069 8.11
Si -23.128 -1.356 8.117
Si -36.741 1.368 8.141
Si -34.019 4.093 8.142
Si -36.761 6.815 8.156
Si -34.03 -6.781 8.114
Si -36.745 -4.07 8.111
Si -34.005 -1.344 8.112
Si -32.647 -0.002 9.484
Si -29.923 2.718 9.475
Si -32.648 5.454 9.483
Si -29.921 8.172 9.461
Si -32.657 -5.431 9.466
Si -29.924 -2.713 9.47
Si -27.2 0.007 9.478
Si -40.816 2.692 9.477
Si -27.2 5.444 9.459
Si -24.48 8.166 9.478
Si -27.197 -5.434 9.469
Si -24.48 -2.712 9.487
Si -38.104 -0.013 9.482
Si -35.375 2.719 9.498
Si -38.1 5.433 9.512
Si -35.379 8.171 9.486
Si -38.096 -5.443 9.477
Si -35.374 -2.719 9.464
Si -31.288 -1.364 10.838
Si -28.562 1.361 10.838
Si -31.287 4.079 10.83
Si -28.566 6.799 10.823
Si -31.302 9.517 10.823
Si -28.57 -4.081 10.828
Si -25.842 -1.352 10.843
Si -39.468 1.329 10.848
Si -42.179 4.036 10.836
Si -23.12 6.808 10.846
Si -25.843 9.523 10.838
Si -23.119 -4.063 10.864
Si -36.741 -1.381 10.835
Si -34.012 1.349 10.843
Si -36.743 4.063 10.86
Si -34.024 6.798 10.84
Si -36.747 9.514 10.843
Si -34.028 -4.089 10.831
Si -29.927 -0.001 12.194
Si -27.198 2.725 12.192
Si -29.923 5.433 12.191
Si -27.208 8.155 12.19
Si -29.944 10.877 12.182
Si -27.207 -2.725 12.188
Si -24.483 0.013 12.207
Si -38.106 2.686 12.206
Si -40.826 5.391 12.205
Si -21.763 8.161 12.22
Si -24.481 10.877 12.208
Si -21.759 -2.697 12.227
Si -35.375 -0.026 12.191
Si -32.649 2.716 12.188
Si -35.384 5.432 12.205
Si -32.664 8.153 12.196
Si -35.387 -5.455 12.202
Si -32.662 -2.731 12.181
Si -31.29 1.359 13.55
Si -28.561 4.072 13.558
Si -31.305 6.777 13.543
Si -28.587 9.512 13.535
Si -31.32 -4.096 13.543
Si -28.569 -1.371 13.545
Si -25.843 1.373 13.567
Si -39.476 4.028 13.57
Si -25.849 6.795 13.56
Si -23.129 9.51 13.577
Si -25.85 -4.081 13.554
Si -23.123 -1.335 13.58
Si -36.744 1.314 13.55
Si -34.022 4.06 13.546
Si -36.76 6.779 13.563
Si -34.044 9.491 13.564
Si -36.762 -4.118 13.566
Si -34.021 -1.39 13.553
Si -32.656 -0.012 14.891
Si -29.928 2.713 14.92
Si -32.669 5.414 14.909
Si -29.948 8.144 14.889
Si -32.689 -5.457 14.907
Si -29.949 -2.735 14.885
Si -27.213 -0.003 14.904
Si -24.471 2.73 14.932
Si -27.197 5.424 14.924
Si -24.493 8.142 14.938
Si -27.224 10.868 14.893
Si -24.492 -2.712 14.914
Si -38.091 -0.062 14.913
Si -35.386 2.687 14.89
Si -38.129 5.413 14.913
Si -35.412 8.128 14.939
Si -38.119 10.82 14.927
Si -35.394 -2.756 14.908
Si -15.133 -0.99 0.29
Si -12.409 1.619 0.062
Si -14.553 3.876 0.038
Si -12.357 7.072 0.106
Si -14.763 -7.188 0.047
Si -12.117 -4.096 -0.227
Si -9.281 -1.407 0.177
Si -6.949 1.53 0.21
Si -9.159 3.785 0.01
Si -6.465 6.501 0.046
Si -10.097 -6.568 -0.262
Si -23.234 12.33 -0.075
Si -19.912 -1.625 0.175
Si -17.394 1.094 0.171
Si -20.513 4.173 0.126
Si -17.858 7.213 0.108
Si -19.961 9.54 -0.109
Si -17.63 12.542 0.095
Si -13.555 0.164 1.502
Si -10.796 2.742 1.354
Si -13.471 5.441 1.375
Si -10.905 8.296 1.416
Si -13.64 -5.369 1.142
Si -10.95 -2.639 1.258
Si -8.118 0.048 1.562
Si -21.694 2.755 1.551
Si -8.104 5.433 1.326
Si -21.694 8.219 1.001
Si -8.257 -5.513 1.032
Si -21.654 -2.784 1.263
Si -18.929 -0.012 1.527
Si -16.223 2.777 1.327
Si -18.98 5.505 1.301
Si -16.286 8.183 1.529
Si -18.826 10.937 1.373
Si -16.237 -2.614 1.532
Si -14.928 1.493 2.829
Si -12.112 4.13 2.748
Si -14.91 6.744 2.752
Si -12.304 -6.668 2.688
Si -14.883 -4.079 2.706
Si -12.225 -1.318 2.728
Si -9.533 1.391 2.816
Si -6.749 4.086 2.739
Si -9.461 6.869 2.64
Si -6.798 -6.772 2.501
Si -9.536 -4.091 2.548
Si -23.045 -1.376 2.608
Si -20.338 1.35 2.802
Si -17.612 4.141 2.66
Si -20.402 6.883 2.585
Si -17.58 9.602 2.829
Si -20.322 12.215 2.691
Si -17.614 -1.331 2.912
Si -16.253 0.078 4.181
Si -13.52 2.813 4.134
Si -16.287 5.435 4.108
Si -13.588 8.205 4.056
Si -16.233 -5.371 4.146
Si -13.556 -2.7 4.082
Si -10.875 0.005 4.128
Si -8.123 2.754 4.115
Si -10.79 5.525 4.071
Si -8.09 8.213 3.985
Si -10.868 -5.372 4.029
Si -8.151 -2.745 3.99
Si -21.748 -0.025 4.064
Si -18.966 2.775 4.064
Si -21.709 5.546 4.071
Si -19.035 8.194 4.037
Si -21.693 10.842 4.025
Si -19.032 -2.729 4.131
Si -14.952 -1.322 16.37
Si -12.27 1.365 16.367
Si -15.004 4.099 16.353
Si -12.262 6.802 16.332
Si -14.977 -6.753 16.329
Si -12.273 -4.054 16.342
Si -9.562 -1.318 16.34
Si -23.124 1.389 16.326
Si -9.56 4.108 16.361
Si -23.135 6.786 16.323
Si -9.549 9.545 16.325
Si -23.146 -4.095 16.261
Si -20.399 -1.306 16.314
Si -17.682 1.411 16.378
Si -20.404 4.113 16.366
Si -17.7 6.816 16.355
Si -20.416 9.532 16.323
Si -17.684 -4.054 16.323
Si -13.621 0.038 17.79
Si -10.918 2.733 17.711
Si -13.657 5.471 17.69
Si -10.866 8.137 17.668
Si -13.607 -5.431 17.718
Si -10.948 -2.66 17.694
Si -8.174 0.022 17.689
Si -21.784 2.762 17.72
Si -8.21 5.461 17.745
Si -21.801 8.176 17.669
Si -8.219 -5.413 17.711
Si -21.751 -2.744 17.584
Si -19.064 0.063 17.721
Si -16.339 2.773 17.785
Si -19.046 5.466 17.757
Si -16.347 8.22 17.678
Si -19.054 10.908 17.677
Si -16.294 -2.729 17.689
Si -14.988 1.406 19.17
Si -12.346 4.067 19.04
Si -14.97 6.901 19.037
Si -12.21 9.474 19.005
Si -14.945 -4.072 19.114
Si -12.262 -1.344 19.152
Si -9.501 1.397 19.052
Si -23.108 4.086 19.165
Si -9.566 6.812 19.124
Si -23.233 9.53 18.967
Si -9.585 -3.997 19.033
Si -6.832 -1.382 19.032
Si -20.42 1.456 19.11
Si -17.666 4.157 19.191
Si -20.434 6.856 19.072
Si -17.699 9.569 19.054
Si -20.435 -4.058 19.013
Si -17.686 -1.368 18.991
Si -16.393 -0.022 20.418
Si -13.659 2.792 20.561
Si -16.332 5.685 20.489
Si -13.526 8.143 20.421
Si -16.304 -5.495 20.459
Si -13.596 -2.714 20.553
Si -10.828 0.031 20.426
Si -8.181 2.744 20.494
Si -10.989 5.416 20.377
Si -8.198 8.15 20.514
Si -10.882 -5.459 20.321
Si -8.228 -2.676 20.438
Si -21.728 -0.105 20.308
Si -19.077 2.819 20.579
Si -21.748 5.509 20.52
Si -19.115 8.297 20.415
Si -21.897 10.943 20.287
Si -19.016 -2.748 20.353
Si -15.325 -1.626 21.763
Si -11.955 1.6 21.72
Si -14.808 4.508 21.8
Si -12.448 6.552 21.821
Si -14.667 9.678 21.737
Si -12.432 -4.436 21.707
Si -9.238 -1.032 21.82
Si -23.268 0.95 21.67
Si -9.849 3.892 21.702
Si -22.96 7.129 21.727
Si -9.33 9.806 21.726
Si -7.09 -4.339 21.614
Si -20.133 -1.191 21.68
Si -17.972 1.095 21.758
Si -20.039 4.595 21.897
Si -17.876 6.94 21.856
Si -20.794 9.414 21.626
Si -17.501 -3.927 21.712
Si -18.664 5.646 -6.199
Si -16.037 2.572 23.767
Si -18.6 2.967 -1.863
Si -6.3 -7.434 -4.698
Si -14.193 -1.427 24.59
Si -21.816 -2.88 23.81
Si -24.942 3.956 24.533
Si -18.163 -3.746 -5.093
Si -16.301 -4.158 -2.77
Si -7.207 4.111 -4.149
Si -22.89 0.782 -2.52
Si -16.034 -2.287 -6.775
Si -13.206 7.643 -4.279
Si -16.363 -7.653 24.103
Si -18.97 2.785 -5.006
Si -17.89 -4.941 24.661
Si -11.938 -3.48 24.491
Si -25.199 -4.966 25.269
Si -11.931 2.74 -4.84
Si -7.49 4.95 -7.019
Si -21.013 -1.511 -2.522
Si -11.014 -4.215 -6.673
Si -13.787 -2.362 -2.246
Si -22.081 3.14 -4.493
Si -17.392 0.738 -6.843
Si -10.68 7.489 -2.361
Si -20.375 3.861 24.932
Si -22.78 6.085 -3.256
Si -20.098 7.23 -4.259
Si -15.538 -7.098 -2.95
Si -17.282 6.851 -4.013
Si -13.318 1.222 24.318
Si -10.842 -8.091 24.027
Si -5.822 1.469 -4.5
Si -13.088 -2.113 -6.5
Si -20.368 -1.566 -5.268
Si -25.154 -0.575 -5.995
Si -12.309 -0.293 -4.228
Si -23.09 -6.98 25.81
Si -22.596 1.884 24.44
Si -21.277 -4.745 -2.253
Si -20.324 -5.988 -4.971
Si -10.459 0.42 -2.085
Si -23.031 -2.44 -6.307
Si -24.913 6.423 -5.404
Si -13.858 5.101 -5.824
Si -13.009 7.652 -7.208
Si -9.819 3.239 -2.849
Si -25.137 -4.461 -6.309
Si -22.044 -0.578 25.836
Si -20.628 -5.684 24.511
Si -17.722 2.819 26.235
Si -12.445 -7.641 26.394
Si -16.471 5.238 -1.813
Si -14.905 -1.337 5.47
Si -12.214 1.391 5.476
Si -14.916 4.125 5.487
Si -12.195 6.865 5.414
Si -14.92 9.538 5.469
Si -12.19 -4.036 5.445
Si -9.473 -1.368 5.413
Si -6.751 1.378 5.445
Si -9.47 4.142 5.452
Si -23.1 6.845 5.432
Si -9.489 -6.763 5.36
Si -6.792 -4.079 5.377
Si -20.4 -1.359 5.453
Si -17.651 1.426 5.484
Si -20.355 4.138 5.402
Si -17.671 6.828 5.411
Si -20.367 9.527 5.442
Si -17.644 -4.051 5.483
Si -13.567 0.029 6.836
Si -10.844 2.768 6.803
Si -13.559 5.511 6.803
Si -10.837 -8.106 6.771
Si -13.556 -5.407 6.803
Si -10.84 -2.687 6.808
Si -8.127 0.01 6.784
Si -21.741 2.746 6.734
Si -24.47 5.44 6.748
Si -5.415 8.208 6.786
Si -8.145 -5.42 6.763
Si -5.427 -2.708 6.759
Si -19.034 0.031 6.793
Si -16.282 2.762 6.841
Si -19.012 5.472 6.798
Si -16.315 8.184 6.795
Si -19.014 -5.431 6.809
Si -16.293 -2.676 6.826
Si -14.941 1.384 8.188
Si -12.222 4.121 8.16
Si -14.947 6.839 8.164
Si -12.205 -6.769 8.159
Si -14.935 -4.056 8.165
Si -12.205 -1.334 8.176
Si -9.494 1.384 8.147
Si -23.105 4.09 8.113
Si -9.506 6.846 8.154
Si -6.792 -6.766 8.147
Si -9.493 -4.064 8.153
Si -6.776 -1.348 8.147
Si -20.402 1.392 8.136
Si -17.661 4.119 8.173
Si -20.386 6.822 8.154
Si -17.664 -6.784 8.174
Si -20.397 -4.065 8.143
Si -17.672 -1.32 8.165
Si -16.317 0.031 9.536
Si -13.586 2.761 9.529
Si -16.303 5.475 9.532
Si -13.588 -8.119 9.52
Si -16.306 -5.412 9.525
Si -13.584 -2.69 9.527
Si -10.861 0.04 9.525
Si -24.475 2.727 9.468
Si -10.872 5.483 9.518
Si -8.156 -8.118 9.518
Si -10.863 -5.407 9.524
Si -8.148 -2.693 9.516
Si -21.763 0.013 9.483
Si -19.035 2.745 9.508
Si -21.755 5.449 9.492
Si -19.032 8.179 9.527
Si -21.752 -5.421 9.513
Si -19.04 -2.695 9.507
Si -14.954 -1.333 10.885
Si -12.237 1.389 10.886
Si -14.957 4.107 10.897
Si -12.246 -9.493 10.885
Si -14.953 -6.77 10.891
Si -12.235 -4.055 10.886
Si -9.517 -1.334 10.879
Si -23.12 1.373 10.847
Si -25.837 4.088 10.83
Si -6.813 6.831 10.881
Si -9.521 -6.771 10.889
Si -6.807 -4.052 10.891
Si -20.4 -1.332 10.867
Si -17.682 1.392 10.887
Si -20.398 4.1 10.866
Si -17.674 6.823 10.891
Si -20.398 9.54 10.88
Si -17.679 -4.052 10.877
Si -13.606 0.033 12.25
Si -10.893 2.755 12.245
Si -13.605 5.468 12.26
Si -10.896 -8.127 12.244
Si -13.603 -5.405 12.253
Si -10.885 -2.688 12.243
Si -8.18 0.035 12.247
Si -21.756 2.732 12.218
Si -24.478 5.442 12.205
Si -5.463 8.197 12.238
Si -8.175 -5.406 12.253
Si -5.467 -2.686 12.262
Si -19.042 0.028 12.244
Si -16.325 2.748 12.257
Si -19.044 5.457 12.239
Si -16.318 8.185 12.25
Si -19.039 -5.415 12.241
Si -16.324 -2.684 12.242
Si -14.97 1.384 13.623
Si -12.26 4.094 13.623
Si -14.971 6.824 13.624
Si -12.257 -6.774 13.614
Si -14.971 -4.041 13.607
Si -12.251 -1.334 13.606
Si -9.548 1.393 13.61
Si -23.112 4.092 13.577
Si -9.551 6.824 13.602
Si -6.825 9.541 13.605
Si -9.544 -4.052 13.613
Si -6.842 -1.331 13.616
Si -20.399 1.392 13.605
Si -17.696 4.103 13.614
Si -20.407 6.813 13.6
Si -17.688 9.537 13.607
Si -20.4 -4.051 13.6
Si -17.672 -1.319 13.614
Si -16.324 0.039 15.008
Si -13.624 2.739 15.001
Si -16.345 5.463 14.98
Si -13.614 8.189 14.984
Si -16.332 -5.41 14.955
Si -13.615 -2.681 14.978
Si -10.912 0.034 14.972
Si -8.204 2.756 14.978
Si -10.901 5.456 14.971
Si -8.198 8.187 14.958
Si -10.909 -5.409 14.976
Si -8.203 -2.692 14.984
Si -21.769 0.032 14.952
Si -19.048 2.75 14.994
Si -21.76 5.445 14.963
Si -19.05 8.171 14.971
Si -21.765 10.875 14.928
Si -19.036 -2.679 14.964
O -8.05 0.032 22.179
O 0.933 3.665 23.035
O 4.047 -7.298 -5.005
O 2.561 5.511 22.169
O 1.083 -7.458 22.959
O -0.596 2.961 25.096
O -4.535 1.805 -5.392
O 5.313 2.854 22.315
O -4.258 -0.674 -1.248
O -8.078 -3.013 24.628
O 3.881 -3.328 -1.155
O 0.165 7.881 -3.944
O -1.373 -4.404 -1.551
O -2.809 2.42 -3.456
O -2.88 -2.439 24.791
O -7.431 6.438 23.37
O -0.799 1.718 22.861
O 2.073 -2.902 25.175
O -5.738 -3.654 -3.983
O -3.876 -6.315 23.172
O 5.505 -5.194 -0.244
O 6.244 -7.358 23.073
O -6.483 0.707 -1.106
O 8.897 5.114 -6.021
O -0.58 6.318 -1.031
O 6.869 0.522 -5.629
O 2.537 -5.479 22.175
O 2.867 -2.494 -6.135
O -2.632 -5.883 -3.429
O 3.725 7.265 -6.947
O -1.484 -3.613 -4.111
O -0.911 7.134 22.732
O -3.5 3.722 -1.292
O 8.254 2.853 0.061
O 3.467 -0.396 24.616
O 3.04 2.763 -0.261
O -4.148 -0.378 25.64
O 0.952 4.129 -0.965
O 9.227 -3.679 23.58
O 6.926 6.497 -5.054
O 10.922 5.303 -0.123
O 0.535 -0.922 26.09
O 7.971 -5.516 22.36
O 1.168 -6.289 -1.094
O 0.024 -5.631 -3.313
O 4.14 -6.991 24.612
O -7.332 -3.676 -6.042
O -1.575 1.936 -1.17
O -2.416 8.059 -0.283
O 2.676 7.834 -3.074
O -2.026 1.045 -5.584
O 1.378 1.401 24.377
O 4.277 7.206 23.096
O -2.474 -7.692 25.939
O 6.848 5.025 -0.773
O -8.999 1.122 -7.02
O -7.02 5.383 -3.174
O 0.15 0.12 -0.362
O 7.238 -6.706 -1.327
O 4.639 6.393 -1.1
O -6.733 4.516 -5.65
O -6.951 0.833 -5.453
O -0.157 7.796 25.006
O 2.015 -1.456 -1.265
O -0.906 -5.358 -5.921
O 4.718 -2.438 25.444
O 5.676 0.23 -3.263
O 1.059 5.672 -2.939
O -4.137 -7.067 -1.679
O 5.857 7.44 25.164
O -8.261 -2.592 -0.253
O 2.878 -8.124 -0.236
O 9.371 -0.017 -6.204
O -0.42 -2.849 -6.5
O 3.277 1.173 22.664
O -7.168 7.961 -3.718
O 9.005 7.727 -6.201
O 2.085 6.382 -5.141
O -10.141 -7.438 -1.667
O 5.797 0.02 25.584
O -5.074 -5.084 -6.173
O -4.507 -1.318 23.098
O -2.145 -4.358 22.72
O -2.566 -5 25.138
O 8.98 3.427 -4.129
O 7.006 4.713 23.272
O -6.952 3.95 23.486
O -2.751 5.406 22.133
O -5.312 0.411 -3.407
O 3.649 -4.82 25.892
O 6.514 -0.827 -0.959
O 5.832 5.024 -3.076
O 5.804 -1.221 23.311
O 3.151 -2.176 -3.489
O -2.692 0.125 22.068
O 5.272 1.442 -1.026
O -6.904 -5.93 -4.625
O -4.963 -6.748 26.387
O -5.559 -2.467 25.113
O -0.143 -2.665 22.157
O 7.065 -1.754 -4.256
O 32.941 -1.909 -6.673
O 6.665 3.904 -5.297
O -6.804 -4.123 -1.647
O 0.19 0.305 -6.76
O 2.713 -5.89 -3.207
O -5.321 5.418 -0.435
O -34.517 -2.364 24.811
O -9.531 1.692 -2.438
O -26.22 -1.904 22.953
O 0.378 6.803 -7.155
O -5.443 2.834 25.3
O -2.69 -2.574 -0.376
O -6.127 1.57 23.036
O -5.59 8.162 22.407
O -33.684 -3.144 -3.792
O -1.311 -6.684 23.47
O -12.542 2.252 25.263
O 8.041 0.118 22.546
O 17.047 3.892 23.057
O 19.759 6.532 -6.72
O 19.056 5.504 22.402
O 17.553 -7.377 23.252
O 15.76 3.359 25.243
O 11.355 2.405 -4.741
O 21.912 2.763 22.394
O 12.082 -0.645 -0.928
O 8.206 -2.409 25.724
O 9.049 -5.669 -5.916
O 19.823 -3.585 -1.327
O 15.381 8.016 -2.867
O 15.34 -4.439 -1.011
O 12.711 3.559 -0.954
O 10.75 -3.092 25.503
O 8.041 6.088 25.377
O 18.041 2.161 24.682
O 18.3 -1.137 23.199
O 11.069 -2.665 -2.115
O 12.65 -6.336 23.43
O -24.446 -0.097 22.173
O 22.739 -7.399 23.275
O 9.739 0.701 -0.428
O 24.326 3.126 -6.042
O 15.567 6.163 -0.703
O 24.146 -0.448 -3.792
O 19.222 -5.493 22.444
O 17.874 -2.468 25.42
O 12.432 -7.096 -3.868
O 19.793 4.15 -5.41
O 12.942 -3.372 -4.946
O 16.819 7.979 25.582
O 24.414 2.771 -0.293
O 19.016 -0.089 25.459
O 18.952 2.648 -0.191
O 11.863 -0.639 25.818
O 17.609 4.588 -1.108
O 24.429 -5.605 22.355
O 24.197 4.908 -4.099
O 25.683 7.208 -1.416
O 17.622 2.366 -6.386
O 47.372 1.256 23.293
O 16.76 -6.989 -0.938
O -17.232 1.734 23.068
O 21.242 -7.338 25.475
O -23.729 -1.027 -6.633
O 14.271 1.44 -0.978
O 13.748 8.075 -0.167
O 18.969 6.379 -4.25
O 13.461 3.863 -5.524
O -13.275 -1.229 -3.293
O 20.641 7.379 23.342
O 13.72 5.866 -2.948
O 23.117 4.527 -1.602
O 11.383 -1.478 -5.721
O 8.994 -2.616 -5.794
O 11.346 4.528 -3.326
O 16.246 -0.017 -0.139
O 22.506 -7.444 -1.405
O 20.89 6.739 -1.099
O 14.883 6.731 -5.117
O -40.222 3.274 -2.8
O 10.135 -0.279 -2.766
O -30.321 2.426 -5.906
O 18.056 -1.731 -0.86
O 14.048 -1.186 -5.573
O 22.755 -3.095 25.151
O 22.615 1.313 -2.633
O 13.465 1.318 -5.72
O 14.132 -5.647 -5.247
O 16.28 5.581 -3.15
O 9.992 -7.349 -2.726
O 24.651 5.353 25.456
O 8.237 -2.546 -0.056
O 11.446 6.925 -2.48
O 18.899 8.107 -0.137
O 39.273 -0.848 -6.678
O -0.499 -3.313 25.389
O 20.133 1.155 23.396
O 10.998 -5.033 -3.166
O 25.978 7.694 -6.5
O -2.488 7.8 -3.347
O 8.944 6.506 23.034
O 9.206 6.653 -3.8
O 22.597 6.827 24.954
O -16.229 1.858 -7.116
O 8.674 -4.945 25.887
O 20.373 -2.094 24.593
O 14.984 -3.689 -3.484
O -47.079 -7.935 -6.188
O -20.964 -3.139 -2.383
O 14.587 -4.559 23.144
O 34.327 2.754 -6.648
O 26.447 4.664 -5.435
O 24.734 -4.237 -4.002
O 23.485 -8.114 -5.933
O 23.669 4.541 23.171
O 9.397 4.189 24.174
O 17.659 -2.801 -7.233
O 13.72 5.428 22.504
O 12.583 -1.066 -3.47
O 12.224 6.391 -5.008
O -40.779 7.871 -3.751
O -13.711 -0.038 25.244
O 28.007 -0.497 -6.244
O 21.622 4.724 -3.732
O 22.555 -1.559 23.146
O 18.95 -1.88 -3.258
O -23.778 2.92 24.194
O -47.509 -2.767 25.186
O 13.705 0.04 22.549
O 20.45 0.81 -1.249
O 11.829 3.69 23.251
O -36.62 7.687 -5.69
O 11.632 -5.929 -6.062
O 42.906 1.586 23.094
O 15.238 3.696 -1.642
O 16.387 -2.758 22.413
O -30.724 -5.637 -7.103
O -9.765 -1.496 23.291
O 26.781 -2.207 25.243
O 12.094 -6.551 -1.282
O -14.996 -1.041 23.246
O 48.197 5.756 25.994
O 9.68 -4.512 -0.983
O 15.886 0.494 -6.191
O 20.616 -0.019 -3.797
O 16.179 -5.88 -3.145
O 29.726 -7.871 25.71
O 22.818 6.805 -2.882
O -34.493 5.65 25.625
O 15.506 3.832 -7.162
O -31.805 -0.196 -3.927
O 33.537 -6.637 -6.273
O 13.603 -2.65 -0.128
O 9.973 1.771 23.413
O 7.107 -4.314 -4.918
O -9.93 -3.528 -5.688
O 10.858 -8.079 22.468
O -39.369 1.211 -1.275
O 15.112 -6.991 24.053
O 7.838 1.093 -2.19
O 24.62 -0.017 22.388
O 33.188 4.08 22.599
O 38.805 -6.197 -6.465
O 35.345 5.429 21.915
O 34.143 -7.654 22.918
O 32.445 3.663 24.984
O 27.868 2.44 25.248
O 38.262 2.903 21.992
O 28.092 -1.249 -1.421
O 8.06 -7.532 25.79
O -38.238 4.183 -4.219
O 36.249 -3.805 -1.124
O 36.084 -4.436 -6.099
O 31.336 -4.893 -1.204
O 29.961 2.149 -3.476
O 30.987 -5.608 25.504
O -43.145 -3.909 25.028
O 31.609 1.982 23.077
O 34.496 -0.625 23.206
O 26.838 -2.618 -3.336
O 28.781 -6.181 23.153
O 39.889 -7.396 -1.529
O 39.223 -7.155 22.949
O 36.944 0.691 -1.231
O 38.898 4.453 -6.579
O 31.746 6.354 -1.08
O 36.942 -1.461 -5.359
O 35.561 -5.512 22.172
O 39.471 -2.15 22.993
O 29.459 -6.069 -3.426
O 26.534 -4.782 23.488
O 31.733 -2.582 -4.464
O 31.847 7.424 22.82
O 28.831 3.36 -1.312
O 40.672 2.534 -0.424
O 25.081 0.694 -1.564
O 35.345 2.647 -0.484
O 29.286 -1.464 25.323
O 33.676 4.55 -1.408
O 42.345 -4.222 23.195
O 38.143 2.021 -3.074
O 41.901 7.662 -0.549
O -32.439 -7.728 -6.902
O 40.907 -5.651 21.68
O 33.224 -6.745 -1.288
O 37.967 6.737 -3.785
O 13.268 -7.924 -6.295
O 7.315 -6.824 -4.002
O 30.703 1.457 -1.193
O 29.878 8.148 -0.399
O -34.461 -7.045 24.195
O 30.151 3.467 26.169
O 34.167 1.995 23.667
O 37.036 7.002 22.947
O 27.866 4.788 26.334
O 38.572 3.933 -1.121
O 29.443 -2.666 -6.098
O 26.909 -2.721 -7.035
O 28.699 4.213 -4.195
O 32.649 -0.205 -0.58
O -47.553 4.067 25.404
O 36.558 6.364 -1.652
O 35.363 7.793 -5.956
O 24.45 5.606 -6.764
O 27.456 -0.073 -3.674
O 32.195 -6.172 23.335
O 2.117 -6.991 26.281
O 30.882 -0.544 -5.757
O 38.268 -2.845 25.185
O 35.952 0.361 -3.627
O 25.801 0.712 -5.503
O 32.06 -5.837 -3.525
O 32.317 5.75 -3.482
O 27.473 -7.793 -2.95
O 38.415 6.944 25.087
O 24.3 -2.712 -0.149
O 27.075 6.007 -3.282
O 35.123 8.036 -0.416
O 38.217 -0.187 24.971
O 41.695 -3.685 -4.166
O 36.905 1.226 23.223
O 27.102 -5.223 -3.396
O 42.105 7.803 -6.739
O 30.635 -6.449 -5.745
O 25.547 6.398 23.184
O 25.364 -6.371 -5.333
O -36.64 -0.263 -3.86
O -26.294 6.83 -2.151
O 2.247 -0.163 -5.076
O -32.076 -7.013 22.879
O 35.68 -3.717 -3.554
O 37.67 -6.186 24.86
O 28.19 -1.863 23.023
O 31.174 -3.908 23.364
O -10.691 2.639 -5.868
O 42.163 4.605 -3.744
O 33.714 -4.037 -5.197
O -39.518 -6.433 25.513
O 39.857 4.769 22.856
O 26.118 3.929 23.866
O -37.151 -0.82 -1.279
O 30.164 5.43 22.181
O 29.411 -1.747 -3.663
O 4.748 -1.007 -5.29
O 41.485 -3.475 25.66
O -44.496 5.084 -5.954
O 39.321 -0.88 -1.033
O 40.817 -0.294 -3.154
O 40.946 -0.043 22.226
O 31.243 6.69 -5.699
O 47.567 4.029 -1.47
O -29.179 1.078 22.919
O 29.98 0.06 22.264
O 28.515 6.451 -5.446
O 28.515 3.502 22.981
O 35.701 0.648 25.314
O -37.122 3.479 23.108
O 28.641 -3.96 24.661
O 31.259 3.903 -1.967
O 32.897 -2.52 22.212
O 40.157 -6.871 25.393
O -43.865 5.41 -3.486
O 40.032 -1.363 26.406
O 28.202 -6.164 -1.103
O -48.069 7.762 -3.569
O 39.532 -4.716 23.878
O 25.754 -4.236 -1.511
O 32.809 0.719 -7.089
O 39.662 -2.717 -2.89
O 33.724 -4.344 -2.044
O 27.151 5.281 -0.435
O -42.181 0.869 -5.378
O 48.811 -0.675 24.412
O -38.212 -2.09 25.033
O -43.553 -5.434 -0.655
O -39.915 0.622 25.874
O 29.813 -2.944 -0.422
O 26.661 1.535 23.104
O 24.831 -4.158 -6.619
O 44.784 -8.048 -3.656
O 27.29 8.151 22.32
O 27.638 -6.285 25.543
O 32.362 -7.929 25.133
O 28.098 1.919 -5.329
O -8.771 3.698 -3.996
O -43.209 -3.529 -4.473
O -47.929 -7.419 22.932
O -46.383 5.331 22.138
O -15.275 4.39 -6.284
O -44.701 -3.647 22.988
O 42.143 1.93 -3.829
O -43.479 2.662 22.117
O 44.81 -1.116 -1.555
O 43.029 -5.619 25.385
O -28.419 0.935 -1.348
O -45.586 -3.869 -1.43
O -48.792 -6.024 -3.651
O 48.11 -4.708 -1.469
O 39.231 -3.007 -5.416
O 48.498 -3.956 -6.226
O 40.92 6.057 24.903
O -16.808 -6.17 24.632
O -47.06 -1.295 23.043
O 44.016 -2.963 -3.26
O 45.046 -6.25 22.923
O -22.301 1.82 -3.59
O -42.998 -7.2 23.293
O 42.413 0.868 -1.399
O -40.317 2.85 -5.384
O 48.282 6.473 -1.095
O -36.319 -1.6 -6.015
O -46.274 -5.554 22.113
O -47.005 -5.401 25.447
O -11.706 7.636 -3.626
O -48.232 3.504 22.902
O 46.087 -2.99 -5.87
O 48.057 7.096 22.828
O 46.147 3.224 -3.609
O -40.81 2.874 -0.049
O -44.581 0.895 25.711
O -46.19 2.737 -0.311
O 44.89 -0.757 24.838
O -47.792 4.584 -1.065
O -39.086 -3.754 23.115
O 35.503 -3.325 26.255
O -39.803 7.35 -1.356
O -29.945 -7.996 -6.159
O -40.967 -5.548 22.381
O -47.449 -6.757 -1.66
O -13.827 6.131 -4.533
O -45.285 -7.371 24.875
O -12.659 -3.392 -1.625
O 46.985 1.579 -1.531
O 46.236 8.002 -0.495
O -45.595 -2.556 -3.679
O 46.232 4.259 -6.062
O -12.687 -4.461 25.508
O -44.804 7.275 22.914
O 47.297 7.2 -3.694
O -42.677 4.293 -1.307
O 42.245 -1.183 24.726
O -8.472 4.746 25.473
O -40.219 7.133 -6.312
O 48.954 -0.062 -0.699
O -41.643 -7.073 -1.53
O -44.647 5.99 -1.09
O -23.58 6.675 23.154
O -27.529 -2.648 25.087
O 34.02 5.405 -6.351
O -35.515 -5.076 -3.158
O -47.012 -1.674 -1.533
O 44.498 -1.023 -6.427
O -6.278 -3.697 22.873
O -43.677 0.066 -3.39
O 17.57 5.063 -6.157
O 46.338 -5.553 -6.046
O -48.877 5.263 -3.259
O 42.236 -7.703 -2.911
O -43.477 7.084 25.093
O 40.829 -2.791 -0.262
O -34.193 -0.435 -4.89
O -46.226 7.869 -0.293
O -37.417 -1.71 22.662
O -15.103 -7.395 23.117
O -44.265 0.498 23.191
O 42.39 -4.329 -1.638
O -41.346 5.425 25.225
O -46.236 -6.733 -4.113
O 42.13 6.089 22.674
O 40.678 6.454 -2.379
O -14.101 -7.724 -3.333
O 44.004 -7.993 25.774
O -21.178 -5.997 -6.357
O -45.35 -3.409 -6.144
O -39.752 0.342 -6.222
O -42.658 -5.031 -7.139
O 43.91 -1.761 22.628
O 46.831 -4.256 22.721
O 46.199 -5.086 25.032
O -20.576 2.983 -5.082
O 47.452 -4.144 -3.922
O -35.933 2.913 -3.729
O -41.682 4.326 22.917
O 42.008 3.83 24.019
O 48.545 -4.388 25.916
O 46.251 5.369 22.035
O 45.74 -1.117 -4.092
O 46.059 7.527 -5.852
O -6.54 -7.998 -6.22
O -18.924 -5.18 -5.195
O -42.756 -0.917 -1.163
O -30.782 -2.888 -7.213
O -42.481 -2.214 22.976
O -1.2 6.057 -5.12
O -29.022 1.939 -3.735
O -42.231 -0.157 24.963
O 46.018 -0.281 21.931
O -44.422 1.118 -1.189
O 44.303 3.759 22.706
O -16.628 -8.045 -3.673
O 43.943 -6.593 -6.484
O 43.932 -3.166 24.863
O 39.717 4.11 -3.383
O 48.91 -2.813 22.082
O 35.157 -5.835 25.429
O -26.513 -3.909 -6.982
O -4.387 3.565 23.025
O 44.266 -6.833 -1.372
O -37.145 -6.1 -1.317
O -44.024 -1.267 -5.5
O -32.16 4.223 -6.36
O -33.18 3.452 24.991
O -25.946 3.179 25.523
O 11.115 2.838 25.597
O 43.454 5.39 -0.438
O -42.303 6.795 -1.899
O 22.914 -5.621 -5.801
O -11.909 -7.245 24.908
O 36.208 5.471 25.058
O 2.066 2.115 -6.494
O 46.343 -2.922 -0.573
O -18.787 6.832 -3.384
O 39.599 -5.17 -4.124
O -21.806 -2.301 -5.285
O 43.525 8.148 21.992
O -28.888 -4.8 -1.651
O 47.54 -6.663 23.255
O -22.295 1.343 22.938
O -40.791 -0.211 22.179
O -31.82 3.691 22.806
O -28.672 6.513 -4.98
O -29.954 5.425 22.118
O -32.426 8.005 25.087
O 41.374 -6.199 -5.814
O -15.051 -2.247 25.666
O -27.28 2.681 22.112
O 3.911 -3.74 23.415
O 8.473 2.46 -6.528
O -38.663 -4.249 26.384
O -12.906 -2.255 24.124
O -32.551 -7.722 -3.25
O -34.017 -3.988 -1.385
O -33.923 4.061 -2.494
O -20.313 -5.758 -1.377
O -29.345 -0.68 -3.251
O -33.561 1.703 23.066
O -30.842 -1.48 23.086
O 33.19 -4.26 25.131
O -36.679 -6.749 23.08
O -26.907 -5.392 -0.207
O -26.551 -7.058 23.035
O -2.732 3.558 -5.871
O -25.641 3.364 -6.203
O -33.615 6.905 -1.452
O 19.584 -1.639 -5.736
O -30.035 -5.452 22.12
O -13.496 2.73 -0.47
O 1.804 -7.344 -6.331
O -24.504 0.867 -2.506
O -42.086 -5.943 26.198
O 13.949 -5.256 25.542
O -36.314 3.852 -1.346
O -24.376 2.774 -0.269
O -29.775 -0.317 25.066
O -29.914 2.851 -0.395
O -21.155 -4.155 24.534
O -31.57 4.54 -1.44
O -23.019 -3.46 22.9
O -26.222 5.665 -4.862
O -23.318 6.375 -1.742
O -20.488 -0.1 25.704
O -24.532 -5.501 22.019
O -31.815 -6.475 -1.063
O -27.848 -7.301 -1.967
O -28.08 -7.987 25.151
O -16.722 -0.776 -6.678
O -34.704 1.792 -1.49
O -35.429 -7.94 -0.436
O 18.143 0.288 -4.747
O -34.306 -4.407 22.992
O -31.259 1.73 24.41
O -28.016 7.072 22.919
O -34.71 7.247 -3.864
O -26.185 4.414 -1.197
O 23.335 0.672 -6.136
O 15.745 1.608 23.319
O -37.089 -7.07 -3.738
O -32.87 0.14 -0.524
O -2.887 -3.725 -6.4
O -28.335 6.002 -0.8
O -34.325 6.765 -6.417
O -25.461 -5.411 -5.074
O -20.766 5.095 25.915
O 21.314 -3.919 23.065
O -31.183 -1.463 -1.584
O -32.324 -4.254 -5.628
O -28.194 -3.683 22.822
O -26.968 0.453 -3.424
O -35.843 0.932 -6.262
O -38.55 -6.8 -5.948
O -32.417 5.961 -3.504
O -38.109 -4.727 -3.48
O -25.823 7.218 24.445
O -40.931 -2.565 -0.331
O -37.022 3.161 -6.212
O -30.006 8.068 -0.276
O -28.755 1.955 25.396
O -47.878 -3.692 -2.928
O -11.087 -5.825 -6.569
O 39.607 -7.692 -4.482
O -12.649 1.29 -4.533
O -30.108 -6.71 -3.073
O -39.883 6.198 23.115
O 37.961 2.304 25.513
O 44.216 3 25.15
O -20.022 3.428 -1.248
O -8.256 6.335 -6.71
O -30.146 -2.847 25.355
O -31.049 -2.714 -3.858
O -27.22 -6.904 -6.224
O -13.469 7.441 26.184
O -25.345 7.637 -6.376
O -36.864 -6.218 25.537
O -23.05 3.059 -5.778
O -26.092 -7.555 -3.855
O -25.655 4.4 23.148
O -39.457 3.866 24.283
O -13.254 -7.997 -5.751
O -35.399 5.324 22.194
O 25.198 7.725 -3.956
O 2.946 4.645 -6.951
O -29.828 6.639 26.343
O -30.097 5.809 -7.11
O -25.86 -1.24 -1.779
O 48.63 -8.126 25.091
O -18.853 3.477 25.285
O -23.001 0.639 25.382
O 16.124 -0.708 26.415
O -44.767 2.632 -6.823
O -35.392 -0.029 22.144
O -14.618 -2.108 -6.013
O -41.156 7.991 25.448
O -46.551 1.952 24.279
O -36.596 -3.831 23.965
O 35.121 -6.24 -4.39
O -32.685 -2.778 21.947
O 20.608 -8.07 -3.249
O -17.43 7.802 23.197
O -9.095 -0.959 25.891
O -39.029 1.635 22.95
O 1.499 -0.8 22.979
O -26.286 -5.704 26.229
O -39.142 -4.024 -1.336
O 15.742 6.97 23.326
O -40.611 -3.701 -3.524
O -32.101 -5.095 -3.214
O -38.138 5.508 -0.489
O -10.881 -0.289 -3.471
O 6.763 7.326 -2.352
O -13.296 6.046 -7.052
O 36.514 5.471 -6.618
O 9.226 7.001 -1.106
O -35.546 -2.538 -0.042
O 33.357 7.925 -4.395
O -41.038 -3.371 -6.065
O -42.562 6.75 -5.345
O -38.24 7.924 22.047
O -32.233 -1.198 25.331
O -24.993 -0.791 -4.397
O 24.673 -1.595 -6.099
O -35.938 5.224 -5
O -15.77 3.998 23.038
O -16.387 2.705 25.328
O -13.623 5.519 22.359
O -10.556 3.2 26.478
O -14.348 -1.588 -0.971
O -17.452 6.581 -5.612
O -10.89 2.742 22.219
O -20.392 -0.879 -1.183
O -17.671 -3.559 25.515
O -24.081 -6.061 24.908
O 39.181 4.69 26.186
O 33.035 0.333 25.219
O -16.802 -4.283 -1.225
O -18.606 2.783 -3.442
O -9.152 -7.564 -6.468
O -24.287 5.274 25.206
O -24.52 -3.734 26.081
O 21.146 -7.437 -6.934
O -8.514 -1.259 -5.783
O -20.362 -6.166 22.997
O -11.026 -5.26 -0.622
O -10.003 -7.098 23.085
O -22.383 1.234 -1.061
O -44.995 7.445 -4.889
O -16.905 6.601 -1.066
O -8.233 -2.949 -3.719
O -13.618 -5.466 22.172
O -40.57 5.325 -4.412
O -9.828 7.518 25.098
O -12.952 3.819 -5.451
O -19.228 -2.64 -5.557
O -11.507 6.642 -1.234
O -15.947 7.758 25.374
O -7.958 2.713 -0.278
O 17.989 -7.817 -3.069
O -38.489 -2.131 -3.146
O 38.106 -5.607 -0.553
O -15.049 4.677 -1.306
O -9.659 -0.647 -1.205
O -11.317 3.328 -3.452
O -7.217 7.131 -1.256
O 11.914 -1.766 23.444
O -8.22 -5.394 22.186
O -15.605 -7.002 -1.335
O -31.735 3.462 -3.879
O -20.123 -1.015 -3.776
O -24.205 -3.326 -5.644
O -18.129 1.588 -1.189
O -18.892 -7.979 -0.537
O 44.694 5.599 25.798
O -18.37 4.109 -5.737
O -14.63 1.827 23.632
O -11.642 7.156 23.108
O 13.534 2.48 -3.274
O -9.708 4.141 -1.497
O -23.493 7.79 25.586
O -32.119 -0.671 -6.533
O 13.647 5.828 -7.2
O -16.28 0.005 -0.313
O 37.316 -3.678 22.9
O 1.533 -3.849 -2.158
O 15.471 -3.518 -5.982
O -24.047 5.423 -6.304
O 4.983 -7.124 -2.639
O 22.977 -0.916 -1.394
O 43.95 3.43 -5.097
O -20.358 -0.393 -6.358
O -11.575 -4.145 23.069
O -16.441 5.617 -3.378
O -25.344 -7.245 -1.241
O 46.959 0.235 25.877
O 34.337 -1.559 -4.517
O 30.36 3.141 -5.914
O 20.472 2.004 25.871
O -24.329 -2.86 -0.519
O -21.419 6.942 -3.411
O -13.556 8.093 -0.354
O 6.573 -6.348 -6.493
O -16.907 -3.442 -6.058
O -12.395 0.782 23.064
O -21.214 -5.323 -3.773
O -19.993 -7.525 -4.621
O 0.489 4.296 -6.235
O -18.281 1.439 -5.636
O -23.923 6.77 -4.179
O 35.46 5.989 -4.159
O 45.174 5.672 -4.144
O -6.44 -1.646 -2.319
O -12.46 -3.591 -6.311
O -15.008 -3.194 -2.901
O 30.913 8.139 -3.654
O -20.757 -2.034 22.927
O -18.099 -4.472 23.122
O -19.207 -5.666 25.25
O -6.339 2.809 -3.739
O -17.583 -3.593 -3.588
O -3.128 1.914 26.119
O -9.389 4.713 23.033
O -22.461 -0.783 -2.726
O 40.352 6.161 -4.866
O -18.901 5.723 22.262
O -3.577 4.555 26.146
O -20.037 6.276 -5.586
O -48.94 6.121 -5.549
O -11.784 0.897 -1.266
O -1.166 4.208 -2.475
O -12.228 -1.04 -5.653
O 34.5 -1.961 -1.521
O -27.886 -5.628 -3.985
O 47.153 -0.571 -6.294
O 45.058 3.437 -1.272
O -19.088 -0.032 22.234
O -27.775 1.632 -6.064
O -20.594 4.208 23.376
O 46.71 -2.478 25.796
O -4.735 -7.412 -4.23
O -22.364 -1.87 24.932
O -17.55 4.112 -1.454
O -16.397 -2.801 22.109
O -22.432 4.525 -3.662
O -27.908 4.893 -3.038
O 48.907 1.963 25.074
O 27.489 7.47 26.492
O -32.777 1.698 -5.529
O 35.223 0.361 -6.053
O -22.691 -4.754 -1.432
O 37.076 4.32 -3.195
O -44.357 -1.61 24.693
O -15.845 -5.579 -3.411
O -21.598 5.283 -0.335
O -9.329 6.732 -2.852
O 36.058 8.09 25.133
O 46.486 3.737 26.368
O -28.307 3.996 -5.378
O -21.35 2.598 25.179
O -18.798 -2.717 -0.342
O 38.246 -0.538 -3.269
O -34.713 -4.819 25.533
O 46.371 7.602 26.451
O -21.842 -8.063 22.101
O -41.93 1.437 -1.986
O -1.782 -7.813 -5.679
O -46.857 -0.29 25.601
O -36.25 7.597 25.014
O -33.586 7.13 22.904
O 19.078 -7.627 -5.437
O -46.997 4.262 -6.195
O 38.507 7.087 -6.349
O 41.324 3.261 -5.916
O -25.339 0.904 -6.585
O -37.836 2.033 25.258
O 4.529 5.493 -5.183
O 43.345 -0.371 -3.538
O 20.315 2.525 -3.266
O 21.856 2.606 -5.322
O -21.594 -6.707 25.283
O 8.868 -3.414 -3.274
O 21.498 -5.356 -0.351
O 43.596 -5.572 -3.567
O -44.667 -6.729 -6.45
O -35.934 -2.553 -2.76
O -41.678 -1.452 -4.362
O -40.478 -2.004 26.145
O -25.91 -4.347 23.961
O -36.118 -5.98 -5.983
O 10.272 2.308 -2.314
O -10.608 -2.975 25.232
O -26.494 -1.394 -6.404
O -40.08 0.849 -3.745
O -6.36 -4.929 25.169
O 17.447 -3.775 -2.396
O 13.352 -2.722 25.44

Results
total energy: -609936.270 eV
total energy less fixed offsets of O -438.25, Si -107.07 eV per atom: -17.070 eV

Forces (eV/angstrom) on atoms 1520 to 2200 of the 3024, counted in the order above; the others are left out for length: element, x, y, z
Si -0.002 -0.012 -0.003
Si 0 0.01 -0.003
Si 0.002 -0.01 0.006
Si -0.011 0.006 -0.008
Si -0.012 -0.008 0.003
Si 0.011 0.001 0.003
Si -0.004 -0.006 0
Si 0.001 0.008 -0.006
Si -0.005 -0.016 -0.003
Si -0.007 -0.013 0.01
Si -0.007 -0.009 0.008
Si -0.005 -0.005 0.008
Si 0.005 -0.019 0.009
Si 0.003 -0.007 0.016
Si -0.003 0.008 -0.002
Si 0.005 0.014 0.006
Si 0 -0.008 -0.025
Si -0.022 -0.001 0.013
Si 0.003 -0.004 -0.011
Si 0.013 -0.017 -0.009
Si 0.012 0.018 0.018
Si 0.009 -0.003 0.01
Si 0.002 -0.002 -0.021
Si 0.01 -0.013 0.012
Si 0 0.009 -0.013
Si -0.005 0.015 0.022
Si 0.008 0.006 -0.008
Si 0.004 0.019 -0.01
Si -0.004 0.004 -0.003
Si -0.018 -0.002 -0.012
Si 0.007 -0.005 -0.042
Si 0.008 0.003 -0.026
Si -0.011 -0.006 -0.015
Si -0.008 0.006 -0.026
Si 0.018 0.001 -0.005
Si -0.005 0.003 -0.03
Si -0.004 0.006 -0.003
Si -0.016 0.026 0.006
Si -0.003 -0.027 -0.034
Si 0.001 -0.01 -0.017
Si -0.021 0.018 0
Si 0.03 0.005 -0.015
Si -0.014 -0.009 -0.025
Si -0.009 -0.008 -0.031
Si -0.003 -0.024 -0.006
Si -0.022 -0.012 -0.006
Si 0.012 0.018 -0.023
Si -0.012 -0.018 0.052
Si 0.006 0.02 0.076
Si -0.011 -0.004 0.052
Si 0.004 0.024 0.034
Si 0.022 0.003 0.048
Si 0.01 -0.028 0.063
Si 0.017 -0.003 0.057
Si -0.008 -0.039 0.065
Si -0.013 0.001 0.076
Si -0.008 0.018 0.043
Si 0.004 0.015 0.038
Si -0.005 0.019 0.044
Si -0.01 -0.011 0.019
Si 0.011 0 0.037
Si 0.027 0.023 0.034
Si -0.008 -0.017 0.063
Si -0.008 0.009 0.086
Si 0.027 0.014 0.055
Si 0.147 0.335 -0.724
Si -0.096 -0.162 -0.735
Si -0.063 -0.099 -0.76
Si 0.069 0.171 -0.719
Si -0.027 -0.22 -0.696
Si 0.125 0.044 -0.746
Si -0.158 -0.082 -0.721
Si 0.047 0.145 -0.695
Si 0.227 0.126 -0.744
Si -0.224 -0.215 -0.735
Si -0.134 -0.239 -0.656
Si 0.17 0.103 -0.706
Si 0.04 -0.066 -0.68
Si 0.145 0.152 -0.714
Si -0.17 -0.116 -0.694
Si 0.071 0.11 -0.747
Si 0.237 0.176 -0.775
Si -0.245 -0.19 -0.726
Si -0.014 0.088 -0.036
Si -0.01 -0.208 0.135
Si -0.001 -0.105 0.089
Si 0.038 0.152 -0.149
Si -0.037 -0.153 -0.116
Si 0.108 0.221 -0.045
Si 0.085 0.035 -0.148
Si -0.017 -0.005 0.114
Si 0.131 0.097 0.108
Si -0.058 -0.027 -0.018
Si 0.045 0.008 0.031
Si -0.076 -0.033 -0.101
Si -0.023 -0.123 -0.082
Si -0.066 0.023 -0.218
Si 0.044 -0.054 0.09
Si -0.017 -0.153 -0.007
Si 0 -0.018 -0.118
Si -0.083 -0.064 -0.172
Si -0.018 0.055 0.014
Si 0.032 -0.037 -0.165
Si -0.011 0.035 0.013
Si -0.098 0.018 -0.075
Si -0.108 0.012 0.114
Si -0.039 -0.03 -0.014
Si -0.074 -0.068 0
Si 0.036 0 -0.022
Si 0.11 0.012 -0.093
Si 0.034 0.079 0.04
Si -0.033 0.053 0.072
Si 0.028 -0.121 0.105
Si -0.051 0.018 0.153
Si 0.002 0.114 -0.191
Si 0.018 0.091 -0.188
Si -0.109 0.006 -0.029
Si -0.175 -0.065 0.093
Si -0.096 0.107 0.036
Si -0.137 -0.077 -0.023
Si -0.123 0.021 0.122
Si 0.016 0.104 0.096
Si 0.05 0.048 -0.198
Si -0.034 0.09 0.24
Si 0.068 0.01 -0.084
Si 0.042 0.001 0.106
Si -0.061 -0.051 0.03
Si 0.074 -0.024 0.06
Si -0.051 -0.039 -0.082
Si 0.056 0.149 0.121
Si 0.016 0.071 0.144
Si -0.026 0.056 0.09
Si 0.062 -0.006 0.033
Si 0.144 0.043 -0.099
Si 0.065 0.079 0.047
Si -0.056 0.115 0.053
Si -0.013 -0.067 0.077
Si 0.002 -0.011 -0.001
Si 0.01 0.003 0.004
Si 0.009 -0.013 0.001
Si -0.002 0.003 0.007
Si -0.01 -0.004 0.003
Si -0.007 -0.003 0.006
Si -0.012 0.002 -0.001
Si -0.007 0.017 0.009
Si 0.016 -0.013 0.003
Si -0.014 0 0.007
Si -0.006 -0.017 0.004
Si 0.005 -0.002 -0.003
Si -0.004 0 0.012
Si -0.003 0.005 0.011
Si -0.013 -0.004 0.004
Si -0.022 0.002 0.02
Si -0.005 0.009 0.006
Si -0.013 0.008 0.01
Si 0.006 0.005 -0.006
Si -0.007 0 -0.003
Si 0.001 -0.004 0.004
Si 0.009 0.007 -0.002
Si 0.007 0.002 -0.001
Si 0.003 -0.011 0.005
Si 0 0.004 -0.004
Si 0.003 0.001 0.001
Si 0.002 -0.011 -0.003
Si -0.004 -0.001 0.001
Si 0.001 -0.007 -0.006
Si 0.005 0.006 -0.002
Si -0.002 0.007 0.001
Si 0.009 0.004 0.002
Si 0.006 0.019 0.003
Si 0.006 -0.003 -0.004
Si 0.003 -0.001 -0.004
Si 0.004 -0.005 -0.002
Si -0.009 -0.003 -0.002
Si -0.012 -0.013 -0.001
Si 0.005 0.014 -0.006
Si 0.004 0.006 0.002
Si 0 0.006 -0.007
Si -0.001 0.006 -0.005
Si -0.003 -0.004 0.002
Si 0.013 0.019 0.004
Si -0.005 0.001 -0.007
Si 0.013 0.007 0.006
Si -0.005 0.004 -0.001
Si -0.012 -0.018 -0.003
Si 0.003 0.009 0
Si -0.005 -0.005 -0.009
Si -0.009 -0.018 0.009
Si -0.013 -0.014 -0.009
Si -0.003 0.004 -0.005
Si 0.012 0.014 -0.004
Si 0.009 0.001 0.003
Si -0.001 -0.002 0.003
Si 0.001 0.001 0
Si 0.001 -0.008 0
Si -0.001 -0.001 -0.006
Si 0.01 0.001 0
Si -0.006 -0.003 0.001
Si 0.006 0.001 -0.007
Si 0.002 0.003 -0.003
Si 0.006 0.004 -0.002
Si 0.006 -0.005 0.002
Si -0.008 0.003 0.001
Si 0.003 0.001 -0.004
Si 0.007 -0.001 0.004
Si -0.003 0.003 0.008
Si 0.003 0.007 0
Si 0.009 -0.001 -0.005
Si 0.001 -0.005 -0.01
Si -0.009 0.001 0
Si 0.003 0.002 0.002
Si 0.005 -0.005 -0.003
Si -0.005 0 0.001
Si -0.001 0.007 0.001
Si -0.008 0 -0.002
Si 0 -0.002 0.002
Si -0.005 0.002 0.007
Si -0.004 0.001 0.004
Si 0.003 0.001 -0.003
Si -0.009 -0.003 -0.001
Si 0.005 0 0
Si 0.006 0.002 0.003
Si 0.005 -0.007 0
Si -0.001 0.008 0.003
Si -0.006 0.004 0
Si -0.008 -0.005 0.001
Si -0.001 0.004 0
Si 0.003 -0.002 0.001
Si -0.006 -0.003 -0.003
Si -0.001 0.002 0.001
Si 0.006 0 0.002
Si 0.004 -0.002 -0.001
Si -0.002 0.002 -0.004
Si -0.002 -0.006 -0.002
Si 0.005 0 0
Si 0.004 0.007 0.002
Si -0.002 -0.002 -0.001
Si 0.001 0.002 0.001
Si -0.005 0.006 -0.002
Si 0.001 0.008 -0.002
Si 0.002 0.008 0
Si 0.008 -0.004 0.002
Si 0.001 -0.006 0
Si 0.001 0.002 -0.007
Si 0.009 -0.002 -0.008
Si -0.004 0.004 0.003
Si 0.011 -0.004 0.001
Si 0.005 -0.006 0.002
Si -0.017 0.006 -0.003
Si -0.015 0.013 -0.001
Si 0.005 -0.008 0.005
Si -0.003 0.01 0.003
Si -0.001 -0.002 0.007
Si -0.007 0.005 0.005
Si 0.01 -0.007 0.002
Si 0 -0.003 0.004
Si -0.006 0.009 0.005
Si 0.009 -0.012 0.001
Si -0.001 0.001 0
Si -0.018 0.003 0
Si -0.002 0.001 0.011
Si -0.004 0.003 0.008
Si 0.006 -0.01 0
Si 0.002 0 -0.006
Si -0.002 -0.003 0.002
Si 0.001 -0.001 0.005
Si 0.008 0.008 0.001
Si 0.008 0.009 0.001
Si 0.004 0 -0.006
Si -0.003 -0.005 -0.002
Si -0.005 -0.005 0.003
Si 0.006 0.001 0.004
Si 0.004 -0.001 -0.001
Si -0.001 -0.005 0
Si 0.003 -0.003 -0.004
Si 0.009 0.006 -0.002
Si -0.003 0.002 -0.005
Si 0.015 0.004 -0.003
Si 0.004 0.001 0.002
Si -0.002 0.005 0
Si 0.004 0.003 0.001
Si 0.041 -0.087 0.804
Si 0.19 -0.11 0.736
Si -0.239 0.045 0.702
Si 0.107 -0.219 0.644
Si -0.016 0.327 0.653
Si -0.217 0.141 0.711
Si -0.288 0.166 0.747
Si 0.207 -0.116 0.709
Si -0.261 0.234 0.68
Si -0.089 0.104 0.704
Si 0.425 -0.158 0.718
Si 0.258 -0.094 0.656
Si -0.187 0.033 0.736
Si -0.062 0.264 0.776
Si 0.26 -0.119 0.683
Si -0.1 -0.121 0.682
Si -0.26 0.013 0.573
Si 0.091 -0.206 0.657
Si 0.015 0.029 -0.064
Si -0.011 -0.001 -0.049
Si 0.009 -0.007 -0.024
Si 0.014 0.029 -0.058
Si -0.001 -0.029 -0.039
Si -0.004 -0.031 -0.019
Si 0.001 0.005 -0.021
Si -0.008 0.01 -0.053
Si 0.025 -0.002 -0.063
Si 0.023 -0.032 -0.043
Si -0.056 -0.011 -0.063
Si -0.031 0.001 -0.047
Si -0.008 0.006 -0.061
Si 0.004 0.017 -0.056
Si 0.028 -0.018 -0.027
Si -0.022 -0.003 -0.044
Si 0.014 0.007 -0.04
Si 0.004 0.012 -0.066
Si -0.02 -0.016 0.037
Si 0.004 -0.024 0.016
Si 0.008 -0.003 -0.004
Si -0.023 0.027 0.016
Si 0.038 -0.012 0.012
Si 0.018 0.002 0.004
Si -0.017 0.007 0.023
Si 0.002 -0.003 0.026
Si -0.001 -0.027 -0.017
Si -0.002 0.019 -0.004
Si 0.004 0.002 0.022
Si 0.006 0.004 -0.001
Si 0.018 0.001 0.018
Si -0.002 -0.004 0.014
Si -0.054 0.034 0.03
Si -0.029 0.005 0.02
Si 0.01 -0.017 0.017
Si 0.003 0.01 0.055
Si 0.014 -0.002 -0.012
Si 0.004 0.01 -0.01
Si 0.018 -0.027 0.009
Si 0.001 0.039 -0.013
Si -0.008 0.014 0.015
Si -0.019 0.005 -0.007
Si -0.002 0.023 0.011
Si 0.014 0.014 -0.004
Si 0.003 -0.003 0.011
Si 0.009 0.009 0.008
Si -0.011 0.009 -0.02
Si -0.013 -0.011 -0.013
Si -0.023 -0.039 0.011
Si 0.02 0.015 -0.005
Si 0.019 0.01 -0.011
Si 0.009 -0.035 -0.019
Si 0.013 0.011 0.005
Si 0.003 -0.009 -0.014
Si 0.014 -0.006 0.001
Si -0.011 -0.005 -0.006
Si -0.004 -0.003 -0.009
Si -0.002 -0.016 -0.007
Si -0.002 0.004 -0.007
Si -0.004 -0.009 -0.007
Si 0.003 -0.011 -0.009
Si 0.007 0.004 0
Si -0.001 -0.007 0.003
Si -0.018 0.009 0
Si 0.01 0.007 -0.001
Si -0.006 -0.001 -0.007
Si 0.018 0.015 0
Si 0.002 0.008 0.004
Si 0.001 0.005 0
Si -0.002 -0.004 -0.004
Si -0.011 0.015 0.001
Si 0.011 0 -0.004
Si -0.004 -0.003 -0.003
Si 0.004 0.009 0.025
Si 0.012 0.003 0.013
Si 0 -0.004 -0.021
Si -0.017 0.013 0.022
Si 0.004 0.003 -0.008
Si 0.009 0.007 0.016
Si -0.012 -0.014 -0.011
Si 0.011 0.007 0.015
Si 0.008 0.009 0.011
Si 0.006 -0.009 0.014
Si -0.01 -0.008 -0.025
Si -0.022 -0.011 0.011
Si -0.007 0.014 0.002
Si -0.002 -0.003 0.023
Si 0.011 0 -0.002
Si 0.002 0.004 0.001
Si 0.004 -0.012 0.011
Si -0.008 -0.001 -0.009
Si 0.002 -0.012 -0.027
Si 0.001 -0.005 -0.02
Si -0.021 0.01 -0.029
Si -0.001 0.005 -0.026
Si -0.003 -0.011 0.01
Si -0.014 0.004 -0.025
Si 0.018 0.001 0.021
Si 0.007 0.001 0.002
Si -0.008 -0.008 -0.026
Si 0.012 -0.004 -0.021
Si -0.006 -0.007 -0.023
Si 0.034 -0.016 -0.017
Si 0.001 0.004 -0.006
Si -0.018 0.004 -0.033
Si 0.005 -0.003 0.001
Si -0.013 0.005 -0.001
Si 0.015 -0.004 -0.041
Si -0.02 0.002 0.063
Si 0.001 0.014 0.045
Si -0.052 0.016 0.021
Si 0.006 -0.036 0.062
Si 0.035 0.005 0.043
Si -0.011 -0.014 0.081
Si -0.003 -0.01 0.06
Si -0.002 -0.002 0.049
Si -0.022 0.001 0.057
Si 0.022 0.02 0.045
Si 0.026 0.01 0.051
Si 0.006 0.016 0.036
Si 0.024 -0.004 0.029
Si -0.005 0.005 0.027
Si -0.006 0.003 0.066
Si -0.018 -0.008 0.056
Si -0.021 0.006 0.052
Si 0 -0.005 0.072
Si 0.316 0.147 -0.76
Si -0.211 -0.063 -0.745
Si -0.008 -0.166 -0.634
Si 0.09 0.169 -0.737
Si -0.243 -0.095 -0.739
Si 0.053 0.307 -0.711
Si -0.205 -0.245 -0.724
Si -0.009 0.206 -0.629
Si 0.251 0.068 -0.727
Si -0.151 -0.209 -0.721
Si -0.11 -0.189 -0.747
Si 0.028 0.105 -0.67
Si -0.108 -0.057 -0.714
Si 0.082 0.12 -0.698
Si -0.144 -0.245 -0.757
Si 0.24 0.122 -0.651
Si 0.18 0.112 -0.72
Si -0.149 -0.209 -0.7
Si -0.078 0.046 0.04
Si -0.131 0.059 -0.058
Si -0.077 0.011 0.06
Si 0.145 -0.022 0.031
Si -0.119 -0.084 -0.043
Si 0.053 -0.019 -0.241
Si -0.132 0.089 -0.069
Si -0.017 -0.061 0.094
Si -0.018 -0.001 0.196
Si -0.029 -0.019 -0.043
Si 0.029 -0.085 -0.019
Si -0.171 0.161 -0.192
Si 0.03 -0.175 0.01
Si -0.138 0.017 -0.123
Si -0.025 -0.091 -0.062
Si 0.161 0.082 -0.009
Si 0.028 -0.054 -0.065
Si -0.068 0.058 0.056
Si 0.03 -0.075 0.011
Si 0.058 -0.039 -0.211
Si -0.106 -0.154 0.093
Si 0.145 0.048 -0.038
Si 0.148 -0.057 -0.004
Si -0.027 0.231 0.187
Si 0.128 -0.037 0.032
Si -0.038 0.137 0.128
Si 0.03 0.053 -0.16
Si -0.042 -0.239 0.061
Si -0.019 0.003 -0.055
Si 0.015 -0.026 0.092
Si -0.004 -0.02 0.025
Si 0.064 -0.021 0.009
Si -0.006 -0.047 -0.056
Si -0.146 0.021 0.032
Si -0.015 0.032 -0.044
Si -0.058 0.013 -0.053
Si -0.057 -0.012 0.046
Si -0.1 0.053 0.119
Si -0.071 0.058 0.055
Si 0.061 0.023 -0.068
Si 0.008 -0.078 0.135
Si -0.015 0.045 0.073
Si -0.088 0.102 0.189
Si 0.038 -0.086 -0.064
Si -0.107 0.066 0.008
Si -0.019 0.184 0.02
Si -0.058 -0.08 -0.017
Si 0.049 0.042 0.087
Si -0.01 0.074 -0.114
Si 0.18 -0.046 -0.073
Si -0.171 0.02 -0.167
Si -0.054 -0.012 0.169
Si -0.03 0.019 -0.071
Si 0.061 -0.007 0.055
Si -0.001 -0.007 0.013
Si -0.01 -0.017 0.006
Si 0 -0.001 0.015
Si -0.019 -0.02 -0.007
Si 0.007 -0.006 0.011
Si 0.005 -0.005 0.006
Si 0.002 -0.029 -0.007
Si -0.003 -0.01 0.004
Si 0.006 -0.001 0.007
Si 0 0.007 0.009
Si 0.004 -0.011 -0.01
Si 0.011 0.009 0.007
Si 0.006 0.004 0.013
Si -0.001 0.007 0.001
Si -0.006 -0.001 0.008
Si -0.013 0.012 0.002
Si 0.002 0.005 0.006
Si 0.004 0.006 0.012
Si 0.003 0.001 0.001
Si -0.004 0.008 -0.007
Si -0.01 -0.001 0.001
Si -0.001 0.006 -0.003
Si 0 -0.002 0
Si -0.001 0.009 0.006
Si 0.008 0.001 -0.003
Si -0.009 0 -0.004
Si 0.003 0.003 -0.004
Si -0.001 -0.004 -0.001
Si 0.001 0.009 0.001
Si -0.004 0.003 -0.004
Si -0.003 -0.004 -0.003
Si 0.011 -0.004 -0.001
Si 0.012 -0.001 -0.014
Si -0.008 0.006 0.003
Si 0.009 -0.004 -0.003
Si -0.014 0.01 -0.002
Si -0.021 -0.012 0.001
Si -0.003 -0.001 -0.006
Si 0.002 0.001 0.002
Si 0.003 0.007 0
Si -0.001 -0.001 -0.004
Si 0.004 0.006 -0.002
Si -0.002 -0.005 -0.005
Si 0 0.006 0
Si 0.003 -0.006 -0.002
Si -0.007 -0.008 -0.002
Si -0.005 0 -0.002
Si -0.002 -0.006 -0.002
Si 0.007 0.007 -0.005
Si 0.007 0.001 0
Si -0.004 0.003 0.003
Si -0.012 -0.006 0.005
Si -0.009 -0.009 -0.001
Si 0.014 0 0.006
Si 0.002 0.009 0.007
Si -0.001 -0.006 -0.001
Si -0.001 0 0.003
Si -0.008 0.003 -0.002
Si 0.002 -0.003 -0.001
Si 0.003 0.005 -0.003
Si -0.01 -0.005 0.003
Si 0.001 0.002 -0.005
Si 0.001 0.006 -0.003
Si 0.001 0.001 0.004
Si 0.006 -0.003 0.004
Si 0.004 -0.002 0
Si -0.005 0.007 -0.005
Si 0 0.003 -0.001
Si 0.004 -0.012 -0.006
Si 0.009 0 0.002
Si 0 -0.001 0.001
Si -0.006 0.007 -0.005
Si -0.01 -0.002 -0.004
Si 0.008 0.001 -0.002
Si -0.001 -0.003 0.003
Si -0.008 -0.005 0
Si 0.006 0.009 0.004
Si 0.001 -0.004 -0.001
Si 0.005 0.003 -0.003
Si -0.009 -0.001 0.004
Si 0.003 0.001 0.001
Si 0.001 -0.007 -0.002
Si 0.002 0.001 0
Si -0.003 0.002 0.002
Si 0.003 -0.004 0.001
Si 0.003 -0.006 0.002
Si -0.003 0.006 -0.002
Si -0.001 0.001 0.004
Si -0.006 0 0.005
Si -0.001 0.001 0.003
Si -0.003 0 0
Si -0.005 -0.002 0.001
Si 0.002 0.002 0.004
Si 0.006 0.001 -0.001
Si 0 0.003 0.002
Si -0.003 0.005 -0.002
Si -0.007 -0.009 0.001
Si 0.008 0 -0.006
Si 0.002 0.002 -0.002
Si 0.005 0.001 -0.004
Si 0.002 -0.003 0.003
Si 0.003 0.001 0.003
Si 0.003 0.009 -0.002
Si -0.01 0.001 0.003
Si -0.002 -0.008 0.001
Si -0.004 -0.003 0.002
Si 0 -0.005 0.002
Si 0.016 0.005 -0.002
Si 0.004 -0.003 0.004
Si 0.006 -0.011 0
Si 0.003 -0.006 0.008
Si -0.009 0.004 0.002
Si -0.009 0.008 0.003
Si 0.006 -0.01 -0.002
Si -0.01 0.004 0.002
Si -0.001 -0.006 0.002
Si -0.009 -0.003 0.002
Si 0.004 -0.003 -0.002
Si 0.009 -0.003 0.001
Si -0.002 0.008 0.009
Si -0.003 -0.001 0.006
Si 0 0.006 0.003
Si -0.002 0.003 0.002
Si 0.011 0.005 0.008
Si -0.003 0.004 0.009
Si -0.008 -0.005 0.001
Si 0.006 -0.001 0.004
Si 0.004 0.007 0.005
Si -0.007 -0.012 0.003
Si 0.005 0.004 0.006
Si -0.001 0.007 -0.001
Si -0.005 0.004 0.005
Si 0 0.001 0.005
Si 0.008 0.008 0.008
Si -0.004 0.007 -0.002
Si 0.002 0.001 -0.005
Si -0.002 -0.001 0.002
Si -0.004 0.003 0.004
Si -0.01 0.001 -0.002
Si -0.002 -0.002 -0.001
Si 0.008 -0.004 -0.001
Si 0.001 -0.004 0.004
Si -0.006 -0.005 -0.006
Si 0.004 0.001 0.004
O 0.108 -0.084 0.464
O -0.075 0.339 0.465
O 0.232 0.147 -0.032
O 0.061 0.101 0.51
O 0.63 -0.077 0.34
O -0.802 0.022 -0.044
O -0.203 0.011 -0.701
O -0.11 -0.035 0.414
O 0.392 0.089 -0.198
O 0.036 -0.516 0.32
O 0.399 0.029 0.046
O -0.124 0.263 0.261
O 0.352 -0.18 -0.153
O -0.3 -0.244 -0.03
O 0.321 0.2 -0.216
O 0.097 0.158 0.306
O 0.257 -0.201 0.218
O -0.163 0.185 -0.169
O 0.732 0.109 0.052
O -0.174 0.156 0.323
O -0.151 0.058 -0.455
O 0.396 -0.091 0.04
O -0.116 0.118 -0.259
O 0.202 -0.022 -0.284
O -0.079 0.222 -0.259
O -0.485 0.49 0.027
O -0.068 0.043 0.489
O -0.156 -0.678 0.115
O -0.245 0.205 -0.422
O 0.635 -0.043 -0.377
O 0.011 0.455 0.078
O 0.384 -0.197 0.392
O 0.015 0.062 -0.469
O -0.069 -0.096 -0.265
O -0.014 -0.084 0.647
O 0.161 0.005 -0.505
O -0.25 0.219 0.025
O -0.236 -0.317 -0.254
O -0.026 0.482 0.258
O -0.46 0.714 -0.153
